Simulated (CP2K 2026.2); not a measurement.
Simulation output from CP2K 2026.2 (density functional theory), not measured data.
Periodic cell of 2016 atoms, Si1440O576, from a study of silicon, its oxide and their interface. The atomic structure is a simulated model.
Doubt: the forces sum to 5.32 eV/angstrom along one axis rather than to zero, so they err by at least 0.0026 eV/angstrom per atom on average; the grid cutoff is modest.

Settings
functional: PBE
method: Gaussian and plane waves
basis set: DZVP-MOLOPT-SR-GTH
pseudopotentials: GTH-PBE
grid cutoff: 300 Ry, relative cutoff 40 Ry
k points: Gamma only
occupations: fixed
spin: none
net charge: 0

Cell vectors (angstrom)
a 65.28 0 0
b 0 16.32 0
c 0.2917 0.4357 33.3991

Atoms and the computed forces on them: element, x, y, z (angstrom), force x, y, z (eV/angstrom)
Si 1.186 -1.411 0.46 0.499 -0.053 0.671
Si 4.138 1.469 0.171 0.165 -0.201 0.742
Si 1.867 3.705 0.035 -0.237 0.251 0.698
Si 4.426 6.511 0.225 -0.046 0.16 0.741
Si 0.902 -6.361 0.197 0.127 -0.037 0.685
Si 4.37 -4.291 0.453 -0.126 0.083 0.763
Si 7.113 -1.752 0.521 0.021 0.128 0.802
Si 10 0.619 0.099 -0.136 0.392 0.772
Si 6.745 4.396 0.187 0.107 -0.132 0.723
Si 9.85 6.929 0.119 -0.002 -0.218 0.7
Si 6.606 9.832 0.117 0.294 -0.239 0.719
Si 9.493 12.625 0.411 -0.032 -0.347 0.662
Si 12.303 -1.336 0.632 -0.017 -0.005 0.666
Si 14.933 1.406 0.477 -0.005 0.075 0.58
Si 12.704 3.497 -0.025 -0.091 0.238 0.868
Si 15.728 6.329 0.025 -0.399 0.006 0.789
Si 12.554 9.603 0.148 -0.179 0.13 0.717
Si 14.577 12.998 0.118 0.104 -0.273 0.763
Si 17.043 -0.804 0.086 0.305 0.003 0.799
Si 20.013 2.012 0.099 -0.02 -0.234 0.704
Si 17.781 4.093 0.482 -0.014 -0.036 0.559
Si 20.055 6.985 0.208 0.271 -0.034 0.664
Si 18.041 9.392 -0.06 -0.378 0.107 0.67
Si 20.338 -4.322 0.009 -0.265 0.393 0.643
Si 22.847 -1.377 0.193 -0.106 0.247 0.52
Si 25.477 1.647 0.107 0.128 -0.162 0.741
Si 23.395 3.98 0.115 -0.321 0.11 0.783
Si 25.692 6.594 0.195 0.02 0.169 0.603
Si 22.723 -6.453 0.069 0.336 -0.243 0.746
Si 25.339 -3.458 0.071 0.225 -0.37 0.585
Si 28.695 -1.629 0.189 0.004 0.134 0.756
Si 31.499 1.068 0.134 -0.132 0.055 0.779
Si 28.011 4.488 -0.112 0.181 -0.147 0.745
Si 30.837 7.077 0.095 0.152 -0.046 0.829
Si 28.535 -7.097 -0.056 -0.139 0.281 0.759
Si 30.878 -3.852 -0.165 0.226 -0.253 0.754
Si 33.66 -1.16 0.133 0.074 -0.033 0.745
Si 36.398 1.652 0 0.144 -0.17 0.77
Si 34.142 3.804 0.1 -0.026 0.119 0.79
Si 36.864 6.483 -0.002 -0.389 0.401 0.694
Si 34.043 -6.741 -0.062 -0.25 -0.034 0.75
Si 36.857 -4.333 -0.046 -0.156 0.229 0.721
Si 39.507 -1.536 -0.102 -0.147 0.205 0.757
Si 42.131 1.35 0.036 -0.024 -0.092 0.722
Si 39.198 4.32 0.01 0.32 -0.454 0.66
Si -23.026 6.487 0.095 0.008 0.162 0.699
Si 39.037 -6.64 0.001 0.23 -0.092 0.691
Si -23.574 -3.845 -0.357 0.252 -0.262 0.735
Si -20.232 -1.696 -0.36 -0.186 0.314 0.787
Si -17.38 1.17 -0.341 -0.227 0.235 0.754
Si -20.751 4.344 0.07 0.092 -0.126 0.754
Si -17.996 7.017 0.269 0.067 -0.11 0.722
Si -20.199 -7.145 -0.074 -0.242 0.234 0.715
Si -17.958 12.4 -0.246 0.256 -0.179 0.791
Si -15.196 -1.156 -0.206 0.179 -0.159 0.755
Si -12.585 1.802 -0.148 0.206 -0.21 0.734
Si -14.667 4.189 -0.079 -0.355 0.219 0.762
Si -12.267 7.159 -0.361 -0.014 -0.142 0.685
Si -15.034 9.142 0.139 0.021 0.042 0.602
Si -12.224 12.08 0.14 -0.154 0.106 0.553
Si -9.495 -1.199 -0.008 0.268 -0.38 0.581
Si -6.775 1.39 0.206 0.012 -0.065 0.596
Si -9.046 3.533 -0.337 -0.203 0.379 0.615
Si -6.607 7.058 0.294 0.019 -0.355 0.657
Si -8.847 -7.118 0.049 -0.335 0.173 0.678
Si -6.54 -4.149 0.196 0.203 -0.102 0.638
Si -3.273 -1.776 0.18 -0.224 0.039 0.628
Si -0.789 1.031 0.3 -0.386 0.2 0.758
Si -4.145 3.927 0.109 0.013 0.263 0.548
Si -1.56 7.036 0.435 0.248 -0.247 0.674
Si -3.806 -7.026 0.678 -0.152 0.319 0.66
Si -1.219 -4.074 0.581 -0.052 0.027 0.499
Si 2.969 -0.17 1.446 -0.052 0.026 -0.032
Si 5.65 2.719 1.477 0.007 0.014 -0.009
Si 2.86 5.338 1.47 -0.031 -0.025 -0.072
Si 5.563 8.169 1.441 -0.012 0.032 -0.021
Si 2.69 -5.478 1.546 0.037 -0.036 -0.067
Si 5.592 -2.872 1.822 -0.026 -0.018 -0.064
Si 8.35 -0.12 1.636 -0.007 0.019 -0.107
Si 10.992 2.521 1.306 -0.049 -0.012 -0.064
Si 8.367 5.556 1.419 0.037 -0.01 -0.023
Si 11.224 8.172 1.505 -0.003 0.054 -0.04
Si 8.321 10.846 1.449 0.009 0 -0.041
Si 10.93 -2.674 1.902 0 0.008 -0.017
Si 13.641 0.074 1.862 0.015 0.006 -0.033
Si 16.349 2.756 1.718 -0.013 0.017 -0.038
Si 13.831 5.303 1.189 -0.047 0.055 -0.113
Si 16.455 8.183 1.323 -0.004 0.101 -0.041
Si 13.689 11.161 1.419 0.063 -0.001 -0.044
Si 16.181 -2.426 1.575 0.037 -0.015 -0.085
Si 18.883 0.217 1.247 0.063 -0.039 -0.127
Si 21.665 2.979 1.426 0.1 0.028 -0.055
Si 19.032 5.569 1.74 0.029 -0.029 -0.056
Si 21.709 -8.136 1.38 -0.012 0.025 -0.037
Si 18.927 -5.404 1.49 -0.002 -0.03 -0.024
Si 21.423 -2.692 1.405 -0.039 -0.053 -0.033
Si 24.244 0.118 1.389 0.025 0.026 -0.027
Si 27.083 2.822 1.34 0.007 0 -0.023
Si 24.417 5.389 1.666 -0.002 -0.012 -0.01
Si 26.962 -8.113 1.343 0.002 -0.027 -0.047
Si 24.349 -5.275 1.289 0.023 0.017 -0.034
Si 27.044 -2.647 1.467 0.025 -0.051 -0.027
Si 29.866 -0.018 1.41 0.002 0 -0.051
Si 32.569 2.69 1.413 0 0.02 -0.042
Si 29.674 5.475 1.313 -0.012 -0.04 -0.034
Si 32.519 -8.053 1.232 0.022 0.017 -0.026
Si 29.73 -5.435 1.188 -0.039 -0.004 -0.05
Si 32.451 -2.764 1.299 -0.05 -0.032 -0.035
Si 35.273 0.04 1.322 0.004 0.03 -0.062
Si 38.007 2.738 1.306 -0.008 0.028 -0.021
Si 35.263 5.429 1.349 0.027 -0.012 -0.037
Si 37.929 -8.194 1.311 -0.024 -0.068 -0.011
Si 35.275 -5.382 1.347 0.058 -0.016 -0.066
Si 37.966 -2.695 1.227 0.003 -0.017 -0.04
Si 40.663 0.016 1.261 0.003 -0.045 -0.052
Si -21.731 2.643 1.35 -0.037 0.038 -0.079
Si -24.53 5.353 1.414 -0.065 -0.019 -0.01
Si -21.833 -8.188 1.262 0.03 0.001 -0.073
Si -24.559 -5.448 1.121 0.004 0.024 -0.038
Si -21.881 -2.759 0.991 0.002 0.005 -0.024
Si -19.051 -0.014 0.942 0.012 -0.049 -0.065
Si -16.331 2.841 1.038 0.034 -0.04 -0.058
Si -19.185 5.421 1.413 0.013 -0.003 -0.022
Si -16.522 8.208 1.611 0.072 -0.084 -0.016
Si -19.119 10.874 1.159 0.001 0.031 -0.079
Si -16.331 -2.79 1.09 -0.061 0.011 -0.034
Si -13.621 0.058 1.106 0.024 -0.011 -0.077
Si -10.806 2.743 1.124 0.029 -0.041 -0.014
Si -13.486 5.704 1.25 0.087 0.06 -0.046
Si -10.627 8.067 1.14 -0.024 0.06 -0.132
Si -13.594 10.629 1.347 -0.062 -0.051 -0.032
Si -10.843 -2.7 1.273 0.048 0.005 0.016
Si -8.036 -0.103 1.441 -0.061 -0.014 0.041
Si -5.379 2.64 1.572 -0.003 -0.095 -0.018
Si -7.959 5.266 1.087 0.021 0.03 -0.067
Si -5.348 8.113 1.924 -0.043 0 -0.028
Si -7.857 -5.592 1.507 0.006 0.09 -0.097
Si -5.142 -2.723 1.42 0.021 0.046 -0.139
Si -2.433 -0.092 1.555 -0.006 0.06 -0.034
Si 0.251 2.718 1.475 0.034 0.026 -0.04
Si -2.744 5.336 1.476 -0.026 -0.073 -0.08
Si 0.09 8.208 1.576 0.038 -0.009 -0.07
Si -2.637 -5.406 1.805 -0.02 -0.032 -0.048
Si 0.105 -2.775 1.953 -0.019 -0.013 -0.041
Si 1.595 1.283 2.824 -0.008 -0.028 0.058
Si 4.245 4.031 2.87 -0.002 0.005 0.031
Si 1.499 6.762 2.802 0.005 -0.016 0.003
Si 4.125 9.441 2.84 0.018 0.009 0.017
Si 1.541 -4.154 3.092 0.03 -0.011 0.056
Si 4.246 -1.39 2.982 -0.029 0.011 0.034
Si 6.994 1.368 2.856 -0.026 -0.022 -0.003
Si 9.686 4.035 2.68 0.045 -0.007 -0.006
Si 6.98 6.86 2.825 -0.031 -0.011 0.013
Si 9.709 9.486 2.804 0.023 0.026 0.002
Si 7.005 12.077 3.024 0.049 -0.018 0.058
Si 9.579 -1.341 3.186 -0.036 0.006 0.057
Si 12.208 1.434 3.023 -0.068 0.003 0.033
Si 14.976 4.16 2.921 -0.061 0.042 0.018
Si 12.538 6.702 2.718 0.042 -0.076 0.029
Si 15.049 9.601 2.669 -0.022 0.013 0.012
Si 12.356 12.235 3.026 0.034 -0.006 0.033
Si 14.982 -1.271 3.161 0.006 0.001 0.043
Si 17.726 1.387 2.947 0.017 -0.044 0.031
Si 20.454 4.234 2.972 0.014 -0.032 0.066
Si 17.661 6.971 2.958 -0.009 0.033 0.033
Si 20.367 -6.749 2.819 0.001 -0.028 -0.028
Si 17.576 -3.959 2.77 -0.031 0.017 -0.032
Si 20.168 -1.223 2.701 -0.01 0.05 -0.021
Si 22.957 1.496 2.778 -0.021 -0.013 0.022
Si 25.816 4.056 2.916 0.034 -0.025 0.002
Si 23.035 6.87 2.827 -0.025 -0.007 0.009
Si 25.681 -6.675 2.684 -0.026 0.009 -0.027
Si 22.954 -3.979 2.725 -0.002 -0.036 0.031
Si 25.686 -1.216 2.752 -0.025 0.046 0.014
Si 28.474 1.426 2.663 -0.024 -0.031 0.003
Si 31.119 4.106 2.634 0.024 0.028 -0.01
Si 28.37 6.85 2.725 -0.011 0 0.013
Si 31.164 -6.705 2.622 -0.027 0 -0.01
Si 28.397 -4.123 2.69 0.061 -0.01 0.036
Si 31.18 -1.403 2.763 0.037 0.008 0.047
Si 33.941 1.356 2.768 -0.002 -0.007 0.044
Si 36.669 4.105 2.71 -0.018 -0.017 0.018
Si 33.859 6.847 2.605 -0.005 0.013 0.004
Si 36.6 -6.814 2.672 0.022 0.015 0.063
Si 33.88 -4.044 2.659 -0.039 0.007 0.027
Si 36.632 -1.354 2.626 0.014 0.015 0.001
Si 39.326 1.339 2.651 0.001 0.009 0.005
Si -23.165 3.967 2.702 0.024 0.005 0.068
Si -25.907 6.811 2.663 -0.015 -0.009 0.034
Si -23.199 -6.774 2.543 -0.026 -0.001 -0.016
Si -25.906 -4.083 2.551 0.012 -0.013 0.039
Si -23.15 -1.377 2.49 -0.008 0.001 0.005
Si -20.306 1.269 2.539 0.029 -0.051 -0.003
Si -17.695 4.035 2.566 0.037 0.021 -0.002
Si -20.516 6.819 2.724 -0.035 0.007 0.051
Si -17.847 9.663 2.76 -0.064 0.036 0.014
Si -20.538 12.233 2.463 -0.007 0.007 0.028
Si -17.72 -1.379 2.426 0.012 0.026 0.057
Si -15.002 1.424 2.472 -0.012 -0.005 0.069
Si -12.123 4.19 2.524 -0.029 0.01 0.004
Si -14.964 6.828 2.712 0.022 -0.063 0.014
Si -12.065 9.39 2.607 -0.014 -0.099 -0.007
Si -14.994 12.155 2.528 -0.015 0.006 -0.026
Si -12.244 -1.295 2.543 -0.08 -0.018 0.003
Si -9.533 1.332 2.613 0.03 0.051 0.025
Si -6.776 4.044 2.76 -0.03 0.04 0.012
Si -9.361 6.647 2.534 -0.019 -0.008 0.038
Si -6.717 -6.816 3.094 -0.019 0.063 0.104
Si -9.408 12.206 2.602 0.029 0.002 0.034
Si -6.613 -1.413 2.749 0 -0.045 0.044
Si -3.925 1.264 2.792 -0.003 -0.027 0.037
Si -1.248 4.021 2.768 -0.014 0.024 0.028
Si -3.969 6.638 3.015 0.057 -0.043 0.064
Si -1.249 -6.844 3.035 -0.019 -0.043 0.058
Si -4.03 -4.039 3.014 -0.02 0.01 0.035
Si -1.251 -1.339 3.132 0.006 0.03 0.037
Si 0.201 0.035 4.301 0.039 0.011 -0.025
Si 2.888 2.667 4.225 0.027 -0.011 -0.033
Si 0.094 5.408 4.144 -0.034 0.018 -0.023
Si 2.836 8.073 4.233 -0.013 0.033 -0.01
Si 0.122 -5.5 4.375 -0.016 0.014 -0.032
Si 2.892 -2.734 4.356 -0.007 -0.007 -0.002
Si 5.618 0.016 4.258 0.035 -0.003 -0.023
Si 8.335 2.758 4.185 0.024 0 -0.014
Si 5.605 5.455 4.173 -0.008 -0.001 0
Si 8.332 8.173 4.21 -0.026 0.016 0.009
Si 5.53 10.764 4.267 -0.023 -0.015 -0.055
Si 8.246 -2.796 4.409 -0.007 -0.007 -0.009
Si 10.949 0.056 4.432 0.01 -0.002 0.017
Si 13.629 2.804 4.302 0.021 -0.007 -0.021
Si 11.06 5.404 4.087 0.006 -0.001 -0.032
Si 13.758 8.177 4.116 -0.005 0.015 -0.028
Si 10.982 10.831 4.278 -0.033 -0.02 -0.005
Si 13.645 -2.704 4.409 -0.023 0.034 0.003
Si 16.399 0.085 4.391 0.004 0.011 -0.011
Si 19.079 2.798 4.257 0.003 -0.013 -0.05
Si 16.332 5.536 4.269 -0.04 0.026 -0.016
Si 19.06 -8.052 4.278 0.065 -0.009 0.015
Si 16.324 -5.386 4.165 -0.022 0 -0.01
Si 18.942 -2.615 4.158 0.017 -0.004 -0.004
Si 21.621 0.073 4.106 0.001 0.009 -0.04
Si 24.382 2.738 4.203 -0.006 0.032 -0.012
Si 21.767 5.572 4.309 0.006 0.018 0.015
Si 24.4 -8.054 4.119 0.03 -0.008 0.009
Si 21.71 -5.363 4.163 0.03 -0.02 -0.021
Si 24.35 -2.63 4.091 0.002 -0.024 -0.026
Si 27.104 0.098 4.08 -0.015 0.031 -0.005
Si 29.829 2.756 4.059 -0.008 -0.01 0.003
Si 27.13 5.5 4.19 -0.004 0.007 -0.002
Si 29.815 -8.097 4.009 -0.021 -0.001 -0.033
Si 27.073 -5.418 4.102 0.027 -0.007 0.024
Si 29.776 -2.743 4.067 -0.005 0.005 -0.036
Si 32.567 -0.02 4.089 -0.007 -0.004 -0.017
Si 35.309 2.744 4.071 0.006 -0.014 -0.008
Si 32.513 5.477 3.98 0 0 -0.007
Si 35.233 -8.159 4.018 0.018 -0.002 -0.019
Si 32.533 -5.399 4.03 -0.024 -0.015 -0.01
Si 35.268 -2.695 4.002 -0.003 -0.004 -0.001
Si 37.99 -0.018 4.009 -0.003 0.006 0.009
Si -24.559 2.654 4.028 -0.011 0.025 0.003
Si -27.25 5.461 4.047 -0.003 0.006 -0.026
Si -24.53 -8.13 3.966 0.003 -0.015 -0.025
Si -27.256 -5.438 3.96 0.001 0.009 -0.019
Si -24.517 -2.722 3.902 -0.022 0.006 -0.036
Si -21.766 -0.042 3.877 -0.021 0.002 -0.001
Si -19.018 2.659 3.938 -0.02 0.02 0.021
Si -21.843 5.402 4.034 0.025 -0.008 -0.008
Si -19.141 8.19 4.046 -0.011 -0.025 0.017
Si -21.833 10.888 3.913 0.024 0.001 0.003
Si -19.112 -2.721 3.825 0.009 0.01 -0.062
Si -16.354 0 3.832 0.001 0.004 -0.048
Si -13.574 2.762 3.838 0.002 -0.031 -0.063
Si -16.335 5.389 3.965 -0.02 0.056 -0.022
Si -13.533 8.152 4.009 0.01 0.024 0.002
Si -16.359 10.943 4.013 0.021 -0.007 0.027
Si -13.62 -2.737 3.855 0.072 -0.008 0
Si -10.904 0.002 3.978 0.037 -0.023 0.018
Si -8.18 2.668 4.037 -0.012 -0.015 -0.003
Si -10.787 5.425 3.985 0.009 0.031 -0.003
Si -8.175 8.032 4.118 -0.024 -0.062 -0.04
Si -10.805 10.849 3.966 0.072 -0.057 -0.006
Si -8.076 -2.77 4.03 -0.023 -0.006 -0.009
Si -5.338 -0.037 4.151 0.008 0.008 0.019
Si -2.59 2.651 4.152 0.02 0.002 -0.03
Si -5.433 5.323 4.227 -0.011 -0.015 0.002
Si -2.621 8.07 4.307 -0.025 0.056 0.007
Si -5.368 -5.417 4.346 0.016 0.021 0.023
Si -2.655 -2.724 4.369 -0.019 0.016 -0.005
Si 1.291 -1.386 16.317 0.001 0.007 -0.008
Si 4.056 1.354 16.349 0.005 0.007 0.023
Si 1.271 4.074 16.334 -0.008 0 0.005
Si 4.084 6.833 16.362 0.005 0.012 0.02
Si 1.357 -6.854 16.255 0.03 -0.004 0.007
Si 4.071 -4.088 16.361 -0.009 0.015 0.014
Si 6.876 -1.373 16.41 -0.009 0.018 -0.002
Si 9.567 1.363 16.482 -0.014 0.007 -0.004
Si 6.862 4.102 16.421 0.003 -0.021 0
Si 9.625 6.854 16.499 0.002 0.017 0.015
Si 6.847 9.552 16.413 -0.008 0.018 0.007
Si 9.589 -4.076 16.516 0.008 0.007 0.002
Si 12.288 -1.366 16.545 -0.029 0.013 0.004
Si 15.023 1.39 16.564 -0.017 0.02 0.008
Si 12.324 4.102 16.526 -0.005 -0.003 0.001
Si 15.057 6.841 16.551 -0.002 -0.002 0.002
Si 12.315 9.536 16.602 -0.005 -0.001 0.007
Si 15.015 -4.086 16.627 0.009 -0.009 0.022
Si 17.773 -1.321 16.561 -0.006 -0.001 -0.009
Si 20.466 1.405 16.558 -0.009 -0.015 0.019
Si 17.779 4.112 16.596 0.002 0.014 0.003
Si 20.516 -9.495 16.552 0.011 -0.033 0.005
Si 17.78 -6.727 16.589 0.011 0.009 0.008
Si 20.515 -4.025 16.605 -0.008 0.005 0.019
Si 23.143 -1.32 16.516 0.004 -0.026 0.022
Si 25.901 1.44 16.384 0.008 -0.017 0.002
Si 23.215 4.161 16.501 0.029 -0.013 0.019
Si 25.906 -9.397 16.433 0.004 -0.014 0.015
Si 23.233 -6.725 16.545 0.021 -0.001 0.017
Si 25.866 -4.029 16.386 0.007 -0.021 -0.001
Si 28.582 -1.243 16.285 -0.001 0.028 -0.007
Si 31.35 1.469 16.216 0.004 0.004 -0.011
Si 28.673 4.232 16.307 0.004 -0.001 0.018
Si 31.37 -9.493 16.292 -0.006 0.002 0.006
Si 28.607 -6.738 16.281 -0.018 0.003 -0.006
Si 31.339 -4.032 16.173 0.003 -0.001 -0.023
Si 34.06 -1.326 16.191 0.014 -0.006 0.006
Si 36.739 1.367 16.266 0.014 -0.004 0.013
Si 34.052 4.128 16.302 0.006 -0.004 0.019
Si 36.792 -9.51 16.215 -0.009 0.011 -0.004
Si 34.053 -6.754 16.204 -0.024 0.004 0.004
Si 36.766 -4.081 16.233 -0.009 0.01 -0.002
Si 39.426 -1.368 16.236 -0.011 -0.007 0.008
Si -23.129 1.349 16.271 0.014 -0.011 0.015
Si -25.792 4.065 16.292 -0.003 0.016 0.017
Si -23.134 -9.542 16.311 -0.011 0.008 0.012
Si -25.862 -6.825 16.287 -0.028 0.02 0.002
Si -23.127 -4.088 16.252 -0.001 0.022 0.009
Si -20.456 -1.4 16.269 -0.004 -0.016 0.014
Si -17.715 1.315 16.21 0.01 0.001 0.005
Si -20.443 4.077 16.247 0.008 0.007 0.003
Si -17.767 6.774 16.225 0.001 -0.008 -0.015
Si -20.459 9.464 16.282 0.002 -0.015 0.01
Si -17.797 -4.155 16.225 -0.026 -0.009 0.01
Si -15.019 -1.421 16.172 -0.003 0.004 -0.002
Si -12.315 1.319 16.192 -0.008 0.013 0.002
Si -14.974 4.03 16.215 0.01 -0.012 0.001
Si -12.284 6.701 16.223 0.01 0.003 0.013
Si -15.07 9.433 16.179 -0.001 -0.02 -0.003
Si -12.321 -4.152 16.187 -0.012 -0.012 0.01
Si -9.607 -1.391 16.184 -0.014 0.007 0.013
Si -6.862 1.374 16.287 -0.003 -0.015 0.016
Si -9.545 4.048 16.288 0.028 -0.004 0.027
Si -6.864 6.726 16.25 0.011 -0.001 0.01
Si -9.616 9.426 16.195 -0.012 -0.002 0.008
Si -6.898 -4.135 16.15 -0.022 -0.001 -0.005
Si -4.176 -1.334 16.197 0.007 0.022 0.007
Si -1.462 1.342 16.326 0.024 -0.004 0.014
Si -4.14 4.05 16.299 -0.011 0.013 0.021
Si -1.408 6.754 16.303 0.008 -0.009 0.01
Si -4.15 9.477 16.227 -0.018 0.028 -0.011
Si -1.415 -4.091 16.201 0.007 -0.003 0.015
Si 2.624 0.004 17.651 0.025 0.009 -0.001
Si 5.459 2.698 17.674 0.01 -0.021 0.001
Si 2.609 5.504 17.62 -0.008 0.027 0.021
Si 5.456 8.205 17.726 -0.005 -0.009 0.014
Si 2.662 -5.493 17.634 -0.01 0.001 0.016
Si 5.483 -2.745 17.689 -0.021 -0.032 0.007
Si 8.222 -0.038 17.823 0.002 -0.015 0.023
Si 10.902 2.753 17.833 0.028 -0.004 0.019
Si 8.214 5.505 17.775 0.008 -0.016 0
Si 10.975 8.152 17.969 -0.021 -0.015 0.018
Si 8.222 10.848 17.824 -0.006 -0.02 0.031
Si 10.919 -2.72 17.923 -0.016 0.009 -0.008
Si 13.617 0.029 17.889 -0.015 -0.003 0.003
Si 16.399 2.732 17.941 -0.004 0.004 0.007
Si 13.702 5.458 17.888 -0.005 -0.011 -0.002
Si 16.392 8.231 17.913 -0.02 -0.021 0
Si 13.65 10.859 18.037 -0.009 -0.007 0.036
Si 16.403 -2.676 17.91 0.025 0.022 0.012
Si 19.129 0.024 17.954 0.018 -0.013 0.017
Si 21.854 2.791 17.87 -0.001 0.014 0.007
Si 19.198 5.446 17.954 -0.004 -0.037 0.027
Si 21.895 -8.127 17.892 0.01 -0.004 0.004
Si 19.178 -5.4 17.979 -0.014 -0.013 0.017
Si 21.873 -2.682 18.023 0.028 0.015 0.023
Si 24.505 0.117 17.766 0.005 0.022 -0.015
Si 27.346 2.837 17.613 -0.019 -0.028 -0.032
Si 24.606 5.544 17.835 0.005 0.021 0.005
Si 27.266 -7.985 17.754 0.017 0.044 -0.012
Si 24.608 -5.34 17.913 0.009 0.006 0.021
Si 27.232 -2.619 17.63 -0.011 0.003 0.022
Si 29.954 0.186 17.556 -0.03 0.036 0.043
Si 32.678 2.77 17.659 -0.03 0.002 0.011
Si 30.027 5.551 17.742 -0.003 -0.034 0.071
Si 32.737 -8.098 17.585 0.029 0.014 0.028
Si 30.005 -5.37 17.54 -0.01 -0.005 -0.011
Si 32.749 -2.741 17.502 -0.011 -0.027 0.026
Si 35.333 0.04 17.617 -0.025 -0.038 -0.01
Si 38.141 2.677 17.629 -0.018 0.006 0.023
Si 35.465 5.5 17.604 0.006 -0.008 0.024
Si 38.09 -8.218 17.681 0.001 0.008 0.002
Si 35.44 -5.468 17.583 0.009 0.008 0.025
Si 38.041 -2.677 17.619 0.01 0.008 0.023
Si 40.822 -0.072 17.604 -0.014 -0.015 -0.001
Si -21.789 2.74 17.631 -0.013 -0.011 0.007
Si -24.458 5.417 17.716 0.007 -0.026 0.005
Si -21.794 -8.192 17.71 0.024 0.004 0.058
Si -24.499 -5.43 17.592 -0.013 -0.022 -0.002
Si -21.807 -2.747 17.685 -0.021 0.035 0.004
Si -19.085 -0.019 17.587 0.019 -0.007 0.017
Si -16.296 2.628 17.549 0.011 -0.02 -0.006
Si -19.106 5.439 17.623 -0.036 0.048 0.043
Si -16.449 8.138 17.597 0.011 0.025 0.005
Si -19.134 10.818 17.67 0.023 0.03 0.014
Si -16.394 -2.789 17.494 0.036 0.019 0.009
Si -13.659 -0.069 17.536 -0.003 -0.008 -0.007
Si -10.971 2.68 17.558 -0.031 -0.028 0.017
Si -13.631 5.373 17.621 0.017 -0.025 0.039
Si -10.888 8.002 17.593 0.023 -0.002 0.016
Si -13.668 10.743 17.496 -0.001 0.017 0.021
Si -10.964 -2.765 17.521 0.034 0.01 0.016
Si -8.255 -0.034 17.551 0.007 0.043 0.001
Si -5.533 2.767 17.697 -0.009 0.007 0.019
Si -8.158 5.387 17.705 0.007 -0.004 0.02
Si -5.485 8.076 17.566 0.003 -0.01 0.018
Si -8.27 -5.491 17.486 0.023 0.026 0.015
Si -5.56 -2.728 17.447 -0.026 -0.01 -0.007
Si -2.878 -0.009 17.647 -0.001 0.001 0.046
Si -0.137 2.73 17.693 -0.025 -0.02 -0.003
Si -2.749 5.363 17.668 0.041 -0.006 -0.004
Si -0.034 -8.173 17.602 -0.003 -0.03 0.034
Si -2.809 -5.417 17.518 0.02 -0.003 -0.005
Si -0.114 -2.761 17.62 -0.038 0.033 0.034
Si 1.16 1.301 18.99 -0.019 -0.042 0.029
Si 4.014 4.122 18.833 -0.006 -0.006 -0.029
Si 1.235 6.804 19.06 0.01 -0.027 -0.03
Si 4.044 -6.773 19.038 0.004 0.004 0.013
Si 1.219 -4.182 18.936 -0.013 -0.023 -0.055
Si 4.064 -1.345 18.905 0.041 0.015 -0.042
Si 6.808 1.342 19.073 -0.061 0.026 -0.019
Si 9.586 4.194 19.152 0.042 0.012 -0.013
Si 6.852 6.89 19.09 0.007 0.039 -0.024
Si 9.543 9.506 19.287 -0.018 0.001 -0.048
Si 6.814 -4.109 19.102 -0.005 -0.008 -0.032
Si 9.539 -1.382 19.296 -0.01 0.028 0.025
Si 12.178 1.353 19.223 -0.005 -0.012 -0.029
Si 15.042 4.121 19.276 -0.028 0.017 -0.02
Si 12.397 6.772 19.325 -0.025 0.028 0.003
Si 15.018 9.447 19.414 -0.012 -0.033 0.027
Si 12.232 -4.066 19.351 0.014 -0.034 0.02
Si 15.005 -1.311 19.232 -0.006 0.013 -0.027
Si 17.732 1.346 19.318 -0.036 0.002 0.013
Si 20.543 4.04 19.367 0.013 -0.01 -0.016
Si 17.838 6.912 19.187 0.052 0.021 -0.045
Si 20.593 -6.794 19.32 -0.004 0.011 0
Si 17.777 -4.009 19.287 0.003 0.018 -0.03
Si 20.497 -1.291 19.382 0.003 0.002 -0.009
Si 23.227 1.473 19.232 0.013 0 -0.004
Si 26.12 4.194 19.031 0.017 -0.033 -0.02
Si 23.258 -9.462 19.277 -0.011 -0.024 0.006
Si 26.031 -6.638 19.294 0.034 0.008 -0.016
Si 23.299 -4.044 19.408 -0.029 -0.013 0.006
Si 25.895 -1.256 19.009 -0.004 -0.024 -0.043
Si 28.728 1.621 19.034 0.058 0.038 -0.024
Si 31.363 4.103 19.096 -0.048 0.026 -0.015
Si 28.71 -9.262 19.047 0.019 0.045 -0.018
Si 31.37 -6.704 18.89 -0.012 0.005 -0.036
Si 28.642 -4.013 18.86 -0.011 -0.048 -0.065
Si 31.354 -1.285 18.655 0.019 0.014 -0.091
Si 33.999 1.388 19.032 0.016 -0.007 0.009
Si 36.808 4.097 18.943 0.015 -0.013 -0.037
Si 34.167 -9.382 18.948 0.047 0.041 -0.026
Si 36.702 -6.865 19.023 -0.057 -0.026 -0.023
Si 34.096 -4.106 18.911 0.005 0.005 -0.02
Si 36.603 -1.361 18.992 -0.003 -0.015 -0.008
Si 39.467 1.23 18.969 -0.036 -0.014 0.002
Si -23.097 4.055 19.108 0.029 0.026 0.003
Si 39.452 -9.559 19.095 -0.011 -0.004 -0.01
Si -23.206 -6.782 19.013 -0.007 0.005 -0.019
Si 39.46 -4.017 18.921 0.022 0.042 -0.021
Si 42.129 -1.373 19.085 -0.002 -0.014 0.002
Si -20.429 1.375 18.955 -0.006 0.002 -0.024
Si -17.651 4.034 18.815 0.024 -0.01 -0.037
Si -20.442 -9.572 19.125 -0.016 -0.005 -0.018
Si -17.808 9.442 19.061 0.004 -0.048 0.016
Si -20.5 -4.148 19.057 0.006 -0.022 -0.001
Si -17.68 -1.396 18.877 0.01 0.007 -0.023
Si -14.949 1.267 18.956 -0.026 0.037 0
Si -12.249 4.01 19.016 0.002 0.009 -0.044
Si -15.055 6.773 18.884 -0.011 0.024 -0.049
Si -12.308 9.35 18.84 -0.035 -0.01 -0.023
Si -15.095 -4.251 18.785 -0.027 -0.012 -0.052
Si -12.345 -1.451 18.892 -0.004 -0.012 -0.002
Si -9.629 1.317 18.895 0.003 0.01 -0.032
Si -6.773 4.147 19.199 0.081 -0.01 0.038
Si -9.518 6.708 19.083 -0.038 0.039 0.006
Si -6.92 9.445 18.792 -0.015 -0.014 -0.069
Si -9.609 -4.129 18.853 0.02 0.022 -0.024
Si -6.908 -1.446 18.846 -0.019 -0.015 -0.027
Si -4.206 1.398 19.04 0.005 -0.009 -0.021
Si -1.474 4.036 19.171 -0.02 0.039 0.034
Si -4.083 6.761 18.96 -0.034 0.017 -0.028
Si -1.41 -6.736 18.836 0.033 0.025 -0.052
Si -4.212 -4.036 18.796 0.021 0.056 -0.047
Si -1.596 -1.48 18.952 0.032 -0.063 -0.051
Si -0.293 -0.112 20.283 -0.031 0.071 0.034
Si 2.576 2.788 20.108 -0.032 -0.008 -0.021
Si -0.163 5.48 20.534 -0.036 0.069 0.067
Si 2.61 8.254 20.345 -0.052 0.032 0.03
Si -0.245 -5.395 20.353 -0.016 0.037 0.097
Si 2.746 -2.866 20.065 0.068 -0.065 0.03
Si 5.348 -0.012 20.359 -0.024 -0.035 0.04
Si 8.142 2.826 20.348 -0.041 -0.018 -0.008
Si 5.321 5.549 20.173 -0.05 0.021 0.02
Si 8.168 8.102 20.655 0.035 0.006 0.078
Si 5.447 -5.499 20.43 0.037 -0.014 0.017
Si 8.106 -2.779 20.567 0.012 -0.026 0.06
Si 10.831 0.02 20.717 0.023 -0.015 0.05
Si 13.561 2.741 20.513 0.011 0.012 -0.014
Si 10.994 5.427 20.647 0.012 -0.056 0.032
Si 13.743 7.985 20.884 0.046 -0.045 0.02
Si 10.864 10.871 20.725 -0.028 -0.002 0.052
Si 13.646 -2.651 20.604 0.014 -0.02 0.049
Si 16.306 0.037 20.681 -0.016 -0.009 0.025
Si 19.138 2.587 20.722 0.047 0.03 0.032
Si 16.543 5.513 20.486 -0.049 -0.035 0.015
Si 19.178 8.18 20.661 -0.012 -0.002 0.01
Si 16.401 10.919 20.62 0.019 0.015 0.02
Si 19.1 -2.653 20.746 -0.053 0.031 0.037
Si 21.889 0.118 20.709 -0.058 -0.011 0.073
Si 24.769 2.87 20.392 0.002 -0.048 -0.02
Si 21.943 5.451 20.71 -0.028 -0.002 0.001
Si 24.692 -8.098 20.609 0.034 0.007 0.054
Si 21.979 -5.529 20.789 0.073 0.01 0.049
Si 24.715 -2.534 20.619 -0.043 -0.008 0.018
Si 27.343 0.155 20.165 -0.025 -0.02 0.015
Si 30.029 2.869 20.679 0.038 0.006 0.032
Si 27.515 5.577 20.353 0.011 -0.026 0.006
Si 30.033 -7.835 20.422 -0.048 0.043 0.068
Si 27.49 -5.159 20.537 -0.038 -0.039 0.087
Si 30.062 -2.611 19.992 0.011 0.016 0.052
Si 32.522 -0.058 20.191 0.036 0.017 0.044
Si 35.4 2.815 20.297 -0.013 0.009 0.05
Si 32.796 5.587 20.207 0.009 -0.017 0.049
Si 35.399 -8.132 20.583 0.024 0.013 0.073
Si 32.777 -5.475 20.261 0.024 -0.007 0.037
Si 35.264 -2.745 20.4 0.034 0.023 0.05
Si 37.996 -0.041 20.324 0.015 0.024 -0.013
Si 40.837 2.558 20.335 0.032 -0.014 0.042
Si 38.155 5.329 20.454 0.005 -0.031 0.046
Si 40.775 -8.152 20.445 0.035 0.014 0.036
Si 38.115 -5.443 20.167 0.005 -0.016 0.051
Si 40.7 -2.694 20.461 0.005 0.019 0.053
Si 43.52 0.044 20.385 -0.043 0.006 0.052
Si -18.949 2.72 20.199 -0.007 -0.01 -0.001
Si -21.743 5.356 20.595 0.011 0.01 0.041
Si -19.138 -8.171 20.561 -0.019 -0.009 0.062
Si -21.955 -5.41 20.471 -0.017 0.047 0.039
Si -19.01 -2.774 20.236 0.026 -0.031 0.048
Si -16.298 -0.098 20.306 0.038 -0.006 0.029
Si -13.587 2.58 20.36 0.007 -0.052 0.01
Si -16.363 5.371 20.211 -0.012 -0.008 0.042
Si -13.694 8.076 20.258 0.002 0.029 0.052
Si -16.387 10.81 20.321 0.033 0.028 0.075
Si -13.737 -2.926 20.088 0.02 0.018 0.026
Si -10.95 -0.129 20.243 -0.001 -0.007 0.007
Si -8.311 2.703 20.308 -0.045 0.013 0.039
Si -10.862 5.325 20.475 0.043 -0.038 0.092
Si -8.112 8.151 20.341 -0.058 -0.027 0.056
Si -10.963 -5.569 20.109 -0.012 -0.011 0.02
Si -8.201 -2.829 20.236 0.009 -0.02 0.041
Si -5.625 -0.054 20.203 0.001 0.008 0.046
Si -2.885 2.677 20.573 0.029 0.027 0.031
Si -5.259 5.574 20.605 -0.006 -0.117 0.068
Si -2.709 -8.108 20.161 0.024 -0.019 0.044
Si -5.532 -5.477 19.995 0.019 0.013 0.016
Si -3.017 -2.783 20.361 -0.026 0.062 0.089
Si 1.301 -1.535 21.192 -0.244 -0.085 -0.539
Si 4.15 1.717 21.395 -0.205 -0.383 -0.628
Si 1.617 4.341 21.559 -0.342 -0.142 -0.624
Si 3.797 6.659 21.542 0.177 0.263 -0.675
Si 0.991 -6.908 21.599 0.186 0.13 -0.776
Si 4.255 -3.862 21.568 -0.054 -0.158 -0.728
Si 6.423 -1.599 21.712 0.107 0.1 -0.662
Si 9.559 1.724 21.812 -0.03 -0.273 -0.724
Si 6.423 3.985 21.43 0.353 0.248 -0.588
Si 9.86 7.001 21.948 -0.222 -0.096 -0.759
Si 6.902 -6.673 21.906 -0.191 -0.201 -0.737
Si 9.113 -4.404 21.997 0.189 0.14 -0.775
Si 12.589 -1.043 21.961 -0.212 -0.013 -0.723
Si 14.692 1.285 21.9 0.193 0.033 -0.681
Si 12.022 3.725 21.982 0.171 0.339 -0.66
Si 15.27 6.461 22.192 -0.154 0.285 -0.688
Si 12.066 9.261 21.998 0.203 0.095 -0.819
Si 15.177 -3.864 21.916 -0.132 -0.166 -0.758
Si 17.344 -1.595 22.021 0.32 0.14 -0.793
Si 20.465 1.278 22.228 -0.072 -0.071 -0.716
Si 18.023 4.302 21.819 -0.136 -0.193 -0.696
Si 20.25 6.528 21.98 0.292 0.21 -0.723
Si 18.036 9.833 21.903 -0.211 -0.225 -0.78
Si 20.306 -4.315 21.917 0.178 0.187 -0.747
Si 23.601 -0.907 21.936 -0.25 -0.404 -0.562
Si 25.94 1.273 21.624 0.168 0.238 -0.555
Si 23.734 4.368 21.825 -0.307 -0.119 -0.679
Si 25.956 -9.716 21.729 0.088 0.214 -0.652
Si 23.429 -6.95 22.216 -0.222 0.042 -0.714
Si 26.59 -3.361 21.783 -0.167 -0.127 -0.887
Si 28.754 -1.24 21.306 0.003 0.046 -0.562
Si 30.947 0.888 21.659 -0.104 0.195 -0.74
Si 29.204 4.856 21.877 -0.069 -0.328 -0.698
Si 31.496 -9.282 21.47 0.048 0.098 -0.486
Si 29.254 -6.021 21.86 -0.179 -0.234 -0.757
Si 31.45 -3.899 21.301 0.066 -0.047 -0.575
Si 33.493 -1.657 21.583 0.218 -0.051 -0.696
Si 36.927 1.62 21.584 -0.042 -0.084 -0.73
Si 34.28 4.439 21.574 0.018 -0.018 -0.719
Si 36.618 -9.82 21.786 0.029 0.216 -0.76
Si 33.648 -7.024 21.874 0.225 0.037 -0.642
Si 36.859 -4.068 21.528 -0.29 -0.031 -0.704
Si 38.925 -1.708 21.689 0.283 0.23 -0.774
Si 42.156 1.319 21.863 0.141 0.053 -0.761
Si 39.316 3.632 21.703 -0.027 0.241 -0.682
Si 42.297 -9.322 21.832 -0.005 -0.171 -0.735
Si 39.555 -6.516 21.649 -0.021 -0.209 -0.747
Si 41.726 -4.257 21.906 0.259 0.196 -0.678
Si 45.237 -1.104 21.452 -0.252 -0.174 -0.741
Si -17.82 1.182 21.553 0.344 0.16 -0.646
Si -19.948 4.171 21.716 -0.363 -0.004 -0.738
Si -17.838 -9.844 21.663 0.023 0.256 -0.806
Si -20.876 -6.991 21.806 0.282 -0.029 -0.711
Si -17.514 -3.915 21.638 -0.093 -0.162 -0.74
Si -15.224 -1.834 21.48 -0.037 0.144 -0.719
Si -11.974 1.403 21.665 -0.282 -0.072 -0.681
Si -14.815 4.193 21.526 -0.144 -0.196 -0.741
Si -12.602 6.451 21.543 0.2 0.153 -0.767
Si -14.801 9.659 21.624 -0.16 -0.198 -0.723
Si -12.59 -4.494 21.364 0.027 -0.024 -0.796
Si -9.442 -1.363 21.545 -0.218 -0.245 -0.737
Si -7.324 0.942 21.419 0.193 0.076 -0.797
Si -9.775 3.695 21.89 0.163 0.317 -0.722
Si -6.298 7.418 21.69 -0.011 -0.124 -0.786
Si -9.351 9.773 21.482 -0.084 -0.317 -0.686
Si -6.976 -4.433 21.44 0.038 0.328 -0.652
Si -4.233 -1.187 21.658 -0.017 -0.246 -0.697
Si -1.862 0.932 21.764 0.186 0.114 -0.627
Si -3.884 4.21 22.137 0.01 0.052 -0.807
Si -1.259 7.265 21.715 -0.08 -0.353 -0.736
Si -4.111 -6.701 21.321 0.07 0.061 -0.52
Si -2.002 -4.428 21.702 0.151 0.108 -0.715
Si 4.496 7.082 -6.442 0.021 -0.019 -0.2
Si 5.692 3.761 24.128 -0.019 -0.033 -0.046
Si -5.42 2.14 -6.309 0.066 0.03 -0.169
Si 2.525 3.88 24.265 0.078 -0.086 -0.031
Si 4.905 -7.99 23.926 0.049 0.022 -0.077
Si 4.176 -0.754 25.374 0.001 0.221 -0.035
Si 5.415 -6.403 -6.19 0.038 0.066 0.019
Si 7.776 1.798 24.451 -0.136 0.216 -0.068
Si 10.288 7.967 -7.01 -0.054 0.059 0.081
Si 14.347 -7.724 -4.671 -0.093 -0.085 0.024
Si 8.244 -6.33 -6.914 -0.021 -0.056 0.053
Si 9.301 -3.276 24.954 -0.045 -0.086 -0.224
Si 11.813 -1.563 24.85 0.061 0.06 -0.093
Si 15.593 -0.974 -4.72 0.131 0.127 0.033
Si 15.661 3.749 23.56 -0.118 0.053 -0.192
Si 16.353 -7.704 24.246 -0.043 -0.07 -0.063
Si 13.888 -5.704 24.141 0.015 -0.029 -0.109
Si 19.939 -3.008 -7.076 -0.043 -0.102 0.007
Si 23.649 -0.095 24.771 -0.021 -0.014 -0.08
Si 26.22 -0.279 -4.745 0.062 0.011 0.058
Si 25.707 4.111 25.911 0.073 -0.071 -0.044
Si 21.889 7.513 24.391 0.104 0.05 -0.071
Si 21.996 -4.053 24.46 0.002 -0.033 0.033
Si 24.805 -4.657 23.83 -0.028 -0.045 -0.136
Si 26.296 1.348 24.626 -0.005 0.028 -0.146
Si 27.505 5.911 24.108 0.113 -0.099 -0.227
Si 27.387 2.571 -5.452 0.052 0.005 0.041
Si -30.029 -0.173 23.575 -0.004 0.009 -0.045
Si 22.699 4.935 26.044 -0.095 0.059 -0.098
Si 26.119 -5.519 -7.025 -0.016 0.048 -0.072
Si 31.709 1.276 24.596 -0.092 -0.116 0.03
Si -26.876 0.518 -2.148 -0.013 0.043 0.183
Si 32.379 6.109 25.899 0.044 -0.029 0.036
Si -31.332 7.458 -6.084 -0.002 0.045 -0.012
Si 29.677 7.357 25.868 -0.091 -0.05 -0.047
Si -30.118 -5.149 23.921 -0.128 -0.078 -0.257
Si 32.066 -0.397 -4.178 0.046 0.106 0.051
Si -24.425 5.108 23.982 0.022 -0.021 -0.119
Si -22.684 -3.478 -5.891 0.011 0.076 0.02
Si -19.291 -5.328 23.91 0.023 0.144 0.006
Si 32.198 -5.687 -2.297 -0.086 0.03 -0.056
Si -24.947 -0.298 23.903 -0.018 0.016 -0.018
Si -19.898 -3.035 26.076 0.064 -0.043 -0.132
Si -28.303 -6.408 25.998 0.071 0.052 0.016
Si -25.696 6.668 25.946 -0.004 -0.084 0.095
Si -16.335 -7.955 -3.94 -0.046 0.063 0.142
Si -24.126 -1.613 -4.264 0.005 0.033 -0.007
Si -26.852 1.369 25.713 -0.033 -0.026 -0.065
Si -17.585 2.416 -3.258 -0.086 -0.064 0.087
Si -12.15 -6.577 25.861 0.043 0.054 0.11
Si -20.332 5.909 -6.793 0.129 0.068 -0.038
Si -16.129 -5.341 -2.248 -0.002 -0.035 0.003
Si -12.993 7.152 24.382 0.006 -0.04 -0.028
Si -21.021 2.229 23.911 0.039 -0.049 -0.142
Si -14.58 2.857 26.192 -0.02 -0.099 0.075
Si -14.905 2.735 -4.308 0.106 -0.071 -0.08
Si -12.204 4.502 25.746 0.014 0.08 0.021
Si -4.616 -7.077 -6.618 -0.146 -0.043 -0.066
Si -12.462 -3.603 25.993 0.018 -0.023 -0.109
Si -9.609 -6.022 24.289 -0.16 -0.042 -0.029
Si -7.708 -3.13 -7.015 -0.08 -0.049 0.025
Si -5.647 3.806 24.687 0.275 0.089 -0.175
Si -7.218 -6.987 25.752 0.075 0.06 0.011
Si -2.147 -5.691 -5.889 -0.036 -0.052 0.081
Si -8.153 -5.58 -5.418 -0.066 0.106 -0.014
Si -10.776 -3.221 23.631 0.067 -0.048 -0.061
Si -5.656 -2.986 23.84 0.011 0.053 -0.122
Si -0.182 3.733 -5.354 0.09 -0.068 0.103
Si 2.792 -5.606 23.728 0.089 -0.093 -0.097
Si -0.376 -2.518 23.507 -0.07 -0.116 -0.179
Si -6.331 -7.395 -4.214 -0.011 -0.075 -0.047
Si 2.598 0.218 23.175 -0.123 0.125 0.012
Si 2.533 1.322 -6.949 0.061 -0.014 -0.012
Si 6.904 2.527 -4.866 -0.019 -0.078 -0.092
Si 0.781 5.944 25.521 -0.072 0.055 -0.076
Si 3.472 -4.111 -2.336 -0.068 0.065 0.141
Si -0.993 -1.731 -4.622 -0.002 -0.055 0.008
Si 5.695 -0.265 -1.869 -0.012 0.09 0.085
Si 3.788 2.264 -4.491 -0.075 0.085 -0.004
Si 9.868 5.944 24.862 -0.039 0.075 -0.077
Si 7.692 4.364 26.003 0.012 -0.132 -0.148
Si 8.593 -7.258 -1.829 -0.022 -0.003 0.065
Si 5.701 -3.983 -4.485 -0.031 -0.088 -0.05
Si 8.595 -0.021 -2.661 0.08 -0.096 0.139
Si 12.148 3.887 25.05 0.003 -0.017 -0.081
Si 14.41 3.804 -6.932 0.002 0.053 0.096
Si 7.92 4.115 -2.698 -0.041 0.189 0.053
Si 12.432 -6.144 -6.485 -0.034 -0.078 0.041
Si 7.142 -1.007 24.688 0.022 0.058 -0.143
Si 12.84 -1.646 -6.03 -0.122 0.089 -0.042
Si 22.379 2.755 24.066 0.039 -0.029 -0.082
Si 17.15 -7.931 -6.195 -0.024 0.119 -0.034
Si 18.463 6.147 -4.534 0.007 -0.068 0.138
Si 21.812 -6.545 26.287 -0.098 0.163 0.075
Si 18.903 -0.517 24.397 0.127 0.034 -0.036
Si 11.17 -3.926 -4.691 0.108 0.024 0.045
Si 21.83 -1.043 -5.971 0 -0.026 -0.122
Si 29.111 -6.059 24.943 -0.066 0.097 -0.171
Si 17.686 0.306 -6.31 -0.037 -0.043 -0.076
Si 30.311 -7.206 -3.562 -0.034 -0.056 0.07
Si 26.815 -6.733 -2.698 0.101 -0.009 0.039
Si 26.678 -3.13 -5.11 0.042 0.066 0.091
Si 28.703 6.628 -4.467 -0.166 0.147 0.093
Si -32.556 5.705 -1.953 0.152 0.007 0.204
Si -30.031 7.631 -2.08 0.019 0.01 0.056
Si -28.642 -6.891 -4.191 0.157 0.076 0.137
Si 32.405 -6.325 -5.272 0.008 0.005 0.102
Si 30.449 -4.59 -6.902 0.084 0.132 0.107
Si 30.763 -1.355 -6.87 -0.124 0.015 -0.121
Si -25.678 -7.112 -2.999 -0.042 -0.001 0.036
Si 28.615 -5.024 -4.402 -0.058 0.122 0.146
Si -29.441 -0.178 26.255 -0.093 -0.014 -0.054
Si -29.075 -3.949 -3.119 0.079 -0.086 0.111
Si -28.88 3.619 25.505 0.111 0.004 0.069
Si -27.108 -8.137 23.951 0.011 -0.021 -0.195
Si -20.452 2.73 -6.724 0.103 -0.049 -0.002
Si -28.736 5.676 -6.344 -0.059 -0.083 0.063
Si -23.455 -5.117 -3.28 0.045 0.075 0.201
Si -26.619 -4.011 25.766 0.042 0.142 0.098
Si -22.955 4.321 -4.05 0.08 0.009 0.121
Si -19.979 -0.806 24.257 0.007 0.044 -0.017
Si -13.944 0.206 -5.468 -0.02 0.051 0.068
Si -21.261 -7.293 -2.973 0.099 -0.061 0.132
Si -13.696 -7.989 -4.827 0.058 -0.014 -0.043
Si -19.17 7.988 -5.004 -0.083 -0.026 -0.005
Si -15.922 2.258 23.622 -0.132 0.056 -0.031
Si -17.594 -1.278 25.917 -0.144 0.003 -0.034
Si -7.473 1.44 24.32 -0.115 -0.155 -0.128
Si -12.156 3.886 -4.491 -0.065 0.114 0.038
Si -6.473 6.735 24.604 0.008 -0.022 -0.019
Si -14.578 -1.425 26.138 0.002 0.039 -0.009
Si -5.842 -3.319 -2.429 0.008 -0.105 0.037
Si -8.474 -3.04 -1.867 0.134 0.017 -0.116
Si -5.907 -0.313 26.145 -0.011 0.035 -0.004
Si -4.051 6.816 26.123 -0.097 -0.094 0.097
Si -2.174 4.687 -3.59 -0.044 -0.118 0.164
Si -10.239 -5.337 -1.721 0.174 -0.09 0.045
Si -3.764 -2.388 25.897 0.06 -0.011 -0.023
Si -13.811 -0.066 23.533 0.022 -0.04 -0.016
Si -4.425 1.693 -3.622 -0.077 0.011 0.056
Si -2.017 5.812 24.127 -0.069 0.033 -0.051
Si -0.695 -2.919 26.239 -0.121 0.085 0.007
Si -0.389 0.425 24.171 0.103 0.055 -0.001
Si 1.248 -2.134 -2.461 -0.046 0.07 0.045
Si -0.203 0.671 -6.252 -0.012 -0.025 -0.057
Si 1.976 4.226 -3.013 -0.11 -0.029 0.098
Si -2.155 2.511 -1.773 -0.03 0.099 0.038
Si 1.535 7.739 -6.304 0.041 0.053 -0.092
Si 2.05 -6.774 -2.643 -0.113 0.069 0.065
Si 3.301 -2.977 -5.844 0.017 -0.117 0.075
Si 3.375 -0.746 -3.638 0.065 0.014 0.07
Si 11.484 1.001 26.206 0.102 -0.092 0.08
Si 3.568 6.926 -2.708 0.045 -0.131 0.148
Si 6.176 6.323 -4.308 0.032 -0.14 0.045
Si 2.593 -5.605 -6.845 0 -0.043 0.097
Si 10.789 -5.127 -1.89 0.025 -0.014 0.055
Si 8.691 0.299 -5.44 0.08 -0.058 0.045
Si 15.689 4.739 -4.442 0.065 -0.007 -0.113
Si 13.142 6.169 -3.547 0.067 0.051 -0.085
Si 14.294 8.04 -1.794 0.055 0.099 0.048
Si 8.597 -8.132 -4.711 0.059 0.082 -0.005
Si 8.472 -2.424 -4.31 0.085 0.254 0.132
Si 15.561 1.931 -5.156 0.005 -0.051 0.051
Si 21.513 0.383 -2.079 -0.029 -0.058 0.152
Si 10.928 4.947 -2.158 0.048 -0.038 0.142
Si 20.845 6.132 -2.629 -0.052 0.139 -0.068
Si 16.468 -2.713 -2.208 -0.001 0.075 0.224
Si 18.548 -4.946 -2.437 0.15 -0.124 0.158
Si 19.139 -5.62 -5.524 0.045 0.05 0.036
Si 20.31 1.01 -4.714 0.046 -0.016 0.102
Si 20.622 4.179 -4.806 -0.016 -0.046 -0.068
Si 24.171 -7.256 -5.39 -0.113 0.027 -0.039
Si 23.91 -5.956 -2.592 -0.053 0.02 -0.032
Si 23.54 -0.728 -3.7 -0.033 -0.018 0.086
Si 29.127 1.331 26.032 0.009 -0.044 0.027
Si 25.728 6.965 -3.986 -0.015 0.067 0.049
Si 23.695 6.169 -2.015 -0.043 0.022 0.163
Si 28.893 3.9 -3.143 -0.134 0.008 0.155
Si 24.739 -3.258 -2.698 0.055 -0.003 0.06
Si -31.654 3.621 24.334 -0.074 -0.021 -0.067
Si 30.144 1.474 -2.599 0.069 -0.156 0.081
Si -31.012 -1.744 -2.756 0.028 0.037 0.072
Si -30.48 0.646 -4.321 -0.055 0.017 0.096
Si -23.267 5.233 -6.961 -0.06 -0.007 -0.051
Si 27.342 0.188 -1.946 -0.039 0.089 0.081
Si -26.716 -2.895 -4.918 0 0.003 -0.111
Si -26.448 -0.028 -5.018 0.102 -0.055 0.025
Si -32.512 5.149 -4.763 0.027 0.082 0
Si -29.974 3.364 -5.072 0.171 0.097 0.077
Si -23.543 7.092 -2.794 0.037 0.108 0.083
Si -29.321 -2.606 24.887 -0.183 0.014 0.045
Si -23.881 -3.001 24.742 0.075 0.035 -0.098
Si -24.711 2.824 -2.065 -0.098 0.087 -0.044
Si -20.968 1.096 -4.287 0.05 0.034 -0.111
Si -20.185 3.471 -2.843 -0.109 0.135 -0.008
Si -12.032 6.496 -3.298 -0.074 0.164 0.175
Si -15.905 7.759 23.858 0.034 0.076 -0.116
Si -22.242 -0.63 -2.334 0.064 -0.017 0.054
Si -18.549 0.714 -5.659 -0.064 0.014 -0.024
Si -10.89 0.419 -1.95 -0.017 0.017 -0.142
Si -18.234 -7.813 25.544 -0.101 -0.045 0.071
Si -12.11 -7.216 -2.652 -0.034 -0.119 0.236
Si -15.64 6.595 -1.498 0.07 0.048 0.167
Si -13.971 -3.101 -2.308 -0.034 0.004 0.083
Si -11.957 -1.6 -4.048 -0.069 -0.006 0.016
Si -9.476 3.375 24.845 0.181 0.101 -0.007
Si -9.79 2.726 -3.215 0.073 0.12 0.195
Si -5.168 4.337 -2.761 -0.008 0.01 0.112
Si -6.494 5.931 -5.03 0.212 -0.022 0.124
Si -10.316 -3.591 -5.679 0.061 0.033 -0.056
Si -5.067 -0.448 -1.799 0.066 0.054 0.041
Si -8.165 3.657 -5.806 -0.116 -0.138 -0.116
Si -1.847 7.294 -2.462 -0.15 0.004 0.184
Si -0.183 -7.42 -4.267 0.018 0.074 -0.032
Si -4.76 -8.099 -1.692 0.144 -0.058 0.236
Si -3.552 -3.406 -4.608 0.079 0.063 0.022
Si 1.499 -1.372 5.654 0.012 0.024 0.009
Si 4.24 1.352 5.614 -0.016 -0.012 0.003
Si 1.472 4.049 5.517 -0.023 -0.005 -0.031
Si 4.225 6.753 5.578 0.017 0.001 -0.007
Si 1.496 9.431 5.638 0.013 -0.023 -0.014
Si 4.242 12.187 5.65 0.01 0.008 -0.016
Si 6.895 -1.371 5.677 -0.007 0.01 -0.009
Si 9.588 1.435 5.693 -0.003 0.011 0.002
Si 6.954 4.1 5.549 -0.015 -0.015 -0.01
Si 9.693 6.766 5.509 -0.009 -0.026 -0.021
Si 6.932 9.458 5.614 0.002 0.007 -0.005
Si 9.662 12.194 5.689 0 0.005 0
Si 12.311 -1.326 5.739 -0.01 -0.008 0.023
Si 15.002 1.452 5.668 -0.017 -0.007 0.001
Si 12.304 4.149 5.649 -0.014 0.006 -0.019
Si 15.025 6.891 5.632 0.005 0.018 -0.003
Si 12.365 9.461 5.568 0.014 -0.016 -0.017
Si 15.025 -4.09 5.661 0.004 -0.027 -0.012
Si 17.705 -1.328 5.685 -0.012 -0.021 -0.011
Si 20.39 1.412 5.603 0.008 -0.005 -0.019
Si 17.701 4.153 5.602 0.009 0.002 -0.012
Si 20.383 6.893 5.643 0.011 0.03 0.02
Si 17.695 -6.688 5.593 -0.009 0.007 -0.011
Si 20.35 -3.984 5.507 -0.013 0.013 -0.027
Si 23.017 -1.278 5.478 0.016 0.018 -0.018
Si 25.77 1.398 5.522 0.001 -0.012 0.002
Si 23.111 4.15 5.594 0.016 -0.002 -0.006
Si 25.759 6.886 5.498 -0.007 0.01 -0.011
Si 23.068 -6.717 5.529 -0.024 -0.02 -0.005
Si 25.739 -4.002 5.444 -0.019 -0.005 -0.019
Si 28.458 -1.316 5.413 0.008 -0.007 -0.012
Si 31.201 1.381 5.407 -0.003 0.004 -0.015
Si 28.515 4.122 5.479 0.009 -0.016 -0.012
Si 31.19 6.853 5.371 -0.004 -0.017 -0.024
Si 28.476 -6.764 5.431 -0.01 -0.001 -0.013
Si 31.187 -4.055 5.419 -0.002 0.006 -0.007
Si 33.947 -1.356 5.422 0 -0.001 0.003
Si 36.667 1.359 5.394 0 -0.001 -0.001
Si 33.906 4.123 5.362 0.003 0.022 -0.021
Si -28.643 6.818 5.368 0.006 -0.003 0.002
Si 33.903 -6.773 5.376 -0.001 -0.016 -0.007
Si -28.62 -4.074 5.326 0.01 0.011 -0.004
Si -25.871 -1.375 5.308 0.001 -0.006 -0.012
Si -23.131 1.299 5.301 0 -0.013 -0.015
Si -25.886 4.069 5.371 -0.011 0.005 -0.001
Si -23.192 6.805 5.348 -0.018 0.004 -0.011
Si -25.893 -6.783 5.333 -0.01 -0.005 -0.002
Si -23.177 12.245 5.291 0.011 -0.013 -0.01
Si -20.433 -1.391 5.262 0.012 -0.016 0.003
Si -17.677 1.306 5.294 0.007 -0.007 0.008
Si -20.411 4.033 5.303 0.013 -0.013 -0.01
Si -17.709 6.787 5.304 0.011 -0.019 -0.006
Si -20.503 9.551 5.353 -0.013 0.008 0.009
Si -17.755 12.299 5.295 -0.026 -0.002 -0.001
Si -14.996 -1.372 5.224 -0.025 0.012 -0.032
Si -12.282 1.378 5.286 0.012 0.034 0
Si -14.953 4.035 5.292 0.021 0.002 -0.011
Si -12.208 6.753 5.349 0.024 0.028 -0.011
Si -14.958 9.532 5.31 0.006 -0.026 -0.021
Si -12.247 12.223 5.258 -0.024 0.021 -0.031
Si -9.509 -1.383 5.32 0.007 0.026 -0.028
Si -6.784 1.328 5.412 -0.001 0.017 -0.013
Si -9.517 4.038 5.396 0.008 0.015 -0.003
Si -6.795 6.732 5.509 -0.006 0.032 0.022
Si -9.541 9.46 5.403 0.003 -0.003 -0.013
Si -6.813 12.254 5.552 0.006 0.013 0
Si -4.053 -1.354 5.616 0.011 -0.002 0.006
Si -1.238 1.366 5.582 -0.011 -0.024 -0.005
Si -4.017 3.972 5.513 0.009 -0.013 -0.023
Si -1.235 6.72 5.594 0.013 -0.016 -0.003
Si -4.003 -6.847 5.601 0.012 -0.011 0
Si -1.269 -4.112 5.656 -0.007 -0.009 0.01
Si 2.864 -0.001 6.973 0 -0.023 -0.009
Si 5.592 2.738 6.938 0.002 -0.004 -0.012
Si 2.828 5.398 6.904 0.016 0.008 -0.01
Si 5.566 8.11 6.961 0.002 -0.01 0.003
Si 2.842 10.832 6.969 -0.003 0 -0.013
Si 5.55 -2.741 7.019 -0.006 0.006 0
Si 8.25 0.017 7.015 0.003 0.001 -0.013
Si 10.971 2.778 7.026 -0.011 -0.003 0
Si 8.312 5.448 6.919 0 -0.01 -0.016
Si 11.001 8.123 6.94 0.018 0 -0.013
Si 8.263 10.841 6.995 -0.013 0.011 -0.008
Si 10.97 -2.725 7.054 0.006 0.014 0.001
Si 13.687 0.055 7.043 -0.001 -0.017 -0.006
Si 16.369 2.804 7.008 -0.019 0.011 -0.017
Si 13.671 5.514 6.993 -0.024 0.016 -0.009
Si 16.385 -8.08 6.984 -0.008 -0.006 -0.009
Si 13.668 -5.468 6.984 0.016 0.006 -0.015
Si 16.359 -2.704 7.024 0.013 0.006 -0.004
Si 19.066 0.056 7 -0.001 -0.028 -0.005
Si 21.754 2.779 6.947 0.011 0.002 -0.006
Si 19.051 5.5 6.984 0.003 0.009 -0.009
Si 21.756 -8.065 6.954 -0.002 -0.014 0.01
Si 19.049 -5.336 6.946 -0.008 0.003 -0.005
Si 21.714 -2.645 6.888 0.001 -0.001 -0.011
Si 24.409 0.04 6.869 0.008 0.007 -0.005
Si 27.147 2.775 6.847 -0.016 0.018 -0.007
Si 24.46 5.525 6.918 -0.008 -0.002 0.001
Si 27.145 -8.097 6.839 0.02 -0.02 0.005
Si 24.435 -5.358 6.867 0.01 -0.006 -0.001
Si 27.118 -2.659 6.809 -0.008 0.017 -0.003
Si 29.844 0.029 6.777 0.003 0.002 -0.008
Si 32.576 2.754 6.745 0.001 -0.008 -0.003
Si 29.883 5.496 6.795 0.003 -0.002 0.006
Si 32.565 -8.131 6.748 -0.003 0.011 -0.002
Si 29.843 -5.406 6.79 0.014 -0.005 0.004
Si 32.573 -2.706 6.768 -0.003 0.009 0
Si 35.315 0.011 6.758 -0.007 0 0.007
Si -27.236 2.715 6.734 0 0.003 0.003
Si -29.99 5.457 6.731 -0.003 0.008 -0.003
Si -27.253 -8.143 6.702 -0.008 -0.005 -0.004
Si -29.975 -5.422 6.712 0.001 0.001 -0.004
Si -27.24 -2.72 6.684 0.003 -0.011 -0.005
Si -24.502 -0.03 6.681 0.012 -0.008 -0.003
Si -21.786 2.685 6.664 -0.006 0.012 0.002
Si -24.529 5.439 6.716 -0.008 0.002 0.003
Si -21.827 8.159 6.706 0.011 0.011 0.002
Si -24.52 10.889 6.681 -0.004 0.005 0
Si -21.793 -2.735 6.65 -0.002 0.008 -0.003
Si -19.076 -0.031 6.642 0.009 0.009 0
Si -16.325 2.677 6.655 0.017 -0.029 -0.009
Si -19.063 5.413 6.666 -0.004 0.004 -0.011
Si -16.333 8.147 6.654 0 -0.007 0.001
Si -19.088 10.901 6.664 -0.008 -0.004 0.005
Si -16.365 -2.689 6.643 -0.018 0.009 -0.004
Si -13.645 -0.018 6.623 0.003 -0.002 -0.014
Si -10.924 2.688 6.705 -0.011 0.001 0.008
Si -13.612 5.398 6.674 0.013 -0.016 0.002
Si -10.916 8.125 6.752 -0.001 0.011 0.004
Si -13.613 10.891 6.668 -0.008 -0.002 -0.005
Si -10.898 -2.75 6.661 0.02 -0.029 -0.007
Si -8.173 -0.039 6.735 0.003 -0.008 -0.011
Si -5.423 2.642 6.828 0.007 -0.007 -0.012
Si -8.179 5.371 6.806 0.009 -0.008 0.006
Si -5.436 8.11 6.862 -0.005 0.01 -0.001
Si -8.191 10.821 6.795 0.027 -0.01 -0.008
Si -5.444 -2.725 6.907 -0.022 0.01 -0.001
Si -2.641 0 6.908 -0.003 -0.01 -0.012
Si 0.104 2.734 6.92 -0.021 -0.002 -0.011
Si -2.67 5.365 6.871 0.006 0.027 -0.018
Si 0.105 8.087 6.959 -0.016 -0.002 0.003
Si -2.654 -5.486 6.955 0.004 -0.011 -0.006
Si 0.098 -2.732 6.969 -0.009 0.013 -0.003
Si 1.454 1.358 8.275 0.013 -0.002 -0.008
Si 4.19 4.064 8.285 -0.008 -0.004 0
Si 1.471 6.741 8.289 -0.004 0.006 0.008
Si 4.205 9.481 8.314 0.017 0.015 -0.004
Si 1.456 -4.115 8.296 0.001 0.004 -0.007
Si 4.181 -1.371 8.344 -0.015 -0.013 0.007
Si 6.893 1.379 8.351 -0.009 -0.014 0.007
Si 9.612 4.119 8.366 0.008 0.001 0.023
Si 6.936 6.772 8.308 -0.009 0.006 0.005
Si 9.643 9.487 8.321 -0.013 -0.015 -0.01
Si 6.924 -4.097 8.352 0.024 0.022 -0.002
Si 9.61 -1.343 8.377 -0.003 -0.007 -0.002
Si 12.321 1.407 8.386 0.006 0.004 0
Si 15.02 4.151 8.369 0.023 0 0.003
Si 12.326 6.828 8.378 -0.009 -0.012 0.022
Si 15.032 -6.769 8.38 -0.008 -0.008 0.013
Si 12.344 -4.091 8.372 -0.015 0.004 0.004
Si 15.029 -1.327 8.387 -0.017 -0.001 -0.006
Si 17.714 1.418 8.359 -0.013 -0.008 -0.004
Si 20.413 4.134 8.33 -0.024 -0.016 -0.003
Si 17.719 6.867 8.354 -0.002 -0.005 0.004
Si 20.398 -6.713 8.312 0.019 0.004 -0.01
Si 17.725 -4.032 8.38 -0.001 0.01 0.01
Si 20.417 -1.311 8.333 0.002 0.021 0.015
Si 23.112 1.412 8.284 0.006 0.007 0.007
Si 25.824 4.142 8.241 0.024 0.017 0.005
Si 23.106 6.871 8.294 0.008 -0.004 0.002
Si 25.803 -6.728 8.213 0.005 0.003 -0.004
Si 23.082 -4.008 8.247 0.005 -0.001 -0.004
Si 25.785 -1.313 8.214 -0.023 -0.028 0.003
Si 28.516 1.398 8.172 -0.002 -0.01 -0.004
Si 31.248 4.121 8.132 0.015 0.013 -0.001
Si 28.523 6.852 8.17 -0.015 -0.004 0.001
Si 31.228 -6.764 8.127 -0.018 -0.008 0.001
Si 28.501 -4.023 8.154 0.002 0.001 -0.01
Si 31.227 -1.325 8.127 0.011 0.002 0.001
Si 33.955 1.392 8.096 0.008 0.001 -0.004
Si -28.604 4.09 8.074 -0.006 -0.014 -0.007
Si 33.953 6.832 8.095 -0.005 -0.01 0.003
Si -28.599 -6.78 8.07 0.006 0.005 -0.003
Si 33.962 -4.064 8.099 -0.008 0 0.004
Si -28.576 -1.356 8.075 0.002 0.015 0.001
Si -25.848 1.348 8.056 0.003 0.012 -0.004
Si -23.14 4.064 8.036 0.01 0.005 -0.009
Si -25.891 6.806 8.063 -0.009 -0.01 -0.004
Si -23.175 9.524 8.057 -0.009 -0.016 0.013
Si -25.874 -4.075 8.048 -0.004 -0.004 0.003
Si -23.141 -1.384 8.038 -0.007 -0.004 0.008
Si -20.427 1.329 8.024 -0.004 -0.01 0.008
Si -17.699 4.043 8.016 0.01 0.014 0.005
Si -20.434 6.78 8.026 0.004 -0.004 -0.006
Si -17.721 9.507 8.003 0.001 0.011 -0.011
Si -20.446 -4.083 8.039 0.005 -0.007 0.006
Si -17.724 -1.366 8.031 0.003 0.007 0.013
Si -14.99 1.317 8.03 -0.012 -0.002 0.01
Si -12.279 4.045 8.065 -0.002 -0.009 0.008
Si -14.989 6.768 8.021 0 0.019 -0.008
Si -12.296 9.505 8.062 0 -0.014 0.001
Si -15.013 -4.081 8.003 0.017 0.001 -0.004
Si -12.284 -1.385 8.003 0 0.011 -0.005
Si -9.56 1.323 8.067 0.009 0.011 -0.003
Si -6.802 4.021 8.147 0.01 0.025 0.001
Si -9.554 6.761 8.114 0.008 0.011 0.005
Si -6.82 9.486 8.17 0.007 0 0.006
Si -9.579 -4.11 8.087 -0.022 -0.013 -0.007
Si -6.845 -1.362 8.176 0.019 -0.009 0.013
Si -4.059 1.328 8.218 -0.005 -0.001 0.007
Si -1.302 4.053 8.254 0 -0.008 0.003
Si -4.055 6.745 8.191 -0.011 0.01 -0.007
Si -1.286 -6.857 8.274 -0.003 0.019 0.004
Si -4.067 -4.107 8.232 -0.005 -0.006 -0.006
Si -1.302 -1.371 8.269 -0.001 -0.017 0.004
Si 0.064 -0.005 9.606 -0.011 0.003 0.001
Si 2.809 2.709 9.635 -0.007 -0.011 -0.008
Si 0.058 5.405 9.611 -0.007 0.007 0.001
Si 2.815 8.125 9.639 0.007 -0.01 -0.003
Si 0.062 -5.474 9.615 0.004 -0.006 0.003
Si 2.796 -2.739 9.655 0.007 0.015 0.002
Si 5.529 0.005 9.691 -0.001 -0.001 0
Si 8.256 2.736 9.708 -0.006 -0.005 -0.003
Si 5.547 5.423 9.652 0.008 -0.009 -0.007
Si 8.277 8.142 9.681 0.002 -0.013 -0.001
Si 5.547 -5.462 9.676 -0.016 0.001 -0.001
Si 8.259 -2.719 9.717 -0.012 0.002 0.007
Si 10.973 0.021 9.733 0.001 -0.011 -0.003
Si 13.685 2.767 9.739 -0.012 -0.005 -0.006
Si 10.975 5.463 9.734 -0.013 0.012 0.01
Si 13.684 -8.132 9.74 -0.007 0.003 0
Si 10.975 -5.454 9.708 0.007 0.003 -0.001
Si 13.684 -2.709 9.737 0.018 0.007 0.001
Si 16.381 0.045 9.737 0.005 -0.012 -0.006
Si 19.074 2.776 9.715 0.009 0.011 -0.006
Si 16.381 5.502 9.733 -0.011 0.019 -0.005
Si 19.079 -8.091 9.706 -0.004 -0.006 -0.004
Si 16.384 -5.403 9.744 0.003 0.01 0
Si 19.076 -2.663 9.724 -0.008 -0.016 0.006
Si 21.771 0.06 9.674 0.01 -0.023 -0.002
Si 24.474 2.787 9.622 -0.001 0.003 -0.004
Si 21.771 5.505 9.677 0.01 0.014 0.001
Si 24.475 -8.08 9.62 0.002 -0.01 0.006
Si 21.762 -5.361 9.661 -0.017 0.002 0
Si 24.449 -2.659 9.607 0.015 0.01 0.005
Si 27.159 0.057 9.556 0.002 0.01 -0.007
Si 29.894 2.768 9.505 -0.004 0.005 0
Si 27.192 5.507 9.57 0.003 -0.011 0.007
Si 29.89 -8.107 9.514 0.019 0.005 0.009
Si 27.169 -5.37 9.555 -0.003 0.003 0.005
Si 29.879 -2.673 9.509 -0.008 0.003 0.004
Si 32.607 0.036 9.467 -0.013 0.013 0.001
Si -29.943 2.735 9.449 -0.005 0.008 0.005
Si 32.622 5.473 9.478 -0.001 -0.01 0.012
Si -29.943 -8.14 9.445 -0.005 -0.001 0.006
Si 32.611 -5.413 9.473 0.004 -0.014 0.004
Si -29.939 -2.703 9.442 0.014 -0.005 0.002
Si -27.206 0 9.428 0.002 -0.018 0.006
Si -24.492 2.713 9.416 -0.008 -0.007 0.007
Si -27.232 5.443 9.431 -0.003 0.014 0.004
Si -24.518 8.155 9.42 -0.013 0.014 0.006
Si -27.219 -5.434 9.423 -0.003 0.005 0.003
Si -24.501 -2.73 9.411 0.004 0.002 0.002
Si -21.787 -0.018 9.402 -0.003 0.003 0.003
Si -19.07 2.694 9.386 -0.006 -0.006 0.003
Si -21.783 5.422 9.402 0.004 0.004 0.008
Si -19.076 8.145 9.383 0.012 -0.006 0.003
Si -21.798 -5.447 9.407 0.011 0.004 -0.001
Si -19.083 -2.729 9.397 0.009 -0.001 0
Si -16.367 -0.019 9.4 -0.004 0.008 0.001
Si -13.646 2.678 9.407 0.016 -0.006 -0.001
Si -16.356 5.41 9.387 0.013 -0.001 0.006
Si -13.655 8.128 9.406 -0.004 0.014 0.014
Si -16.367 -5.457 9.372 0.001 -0.004 0
Si -13.653 -2.74 9.379 -0.015 0.001 0
Si -10.934 -0.044 9.403 0.004 -0.006 -0.004
Si -8.2 2.668 9.456 0.01 -0.016 -0.005
Si -10.929 5.399 9.443 -0.006 0.006 0.004
Si -8.199 8.112 9.485 0.003 -0.001 0.009
Si -10.941 -5.473 9.437 -0.006 0.004 0.007
Si -8.219 -2.759 9.47 0.01 0.016 -0.003
Si -5.458 -0.028 9.529 -0.008 -0.003 0.005
Si -2.701 2.695 9.565 -0.005 0.004 0.002
Si -5.451 5.39 9.507 0.004 -0.012 -0.004
Si -2.702 8.105 9.564 0.003 0.001 0.001
Si -5.46 -5.477 9.534 0.007 -0.006 0.006
Si -2.7 -2.743 9.575 0 0.006 0.001
Si 1.409 -1.369 10.97 -0.002 -0.019 0.001
Si 4.143 1.357 11.021 -0.012 -0.005 -0.004
Si 1.412 4.051 10.969 0.005 -0.001 0
Si 4.174 6.78 10.999 0.008 0.009 0.002
Si 1.422 9.488 10.961 0.009 0.01 0.003
Si 4.166 -4.093 10.999 -0.003 0.001 -0.007
Si 6.887 -1.354 11.049 -0.006 0.009 -0.001
Si 9.611 1.38 11.079 -0.005 0.007 0.008
Si 6.881 4.083 11.052 -0.019 -0.009 0.006
Si 9.616 6.815 11.085 0.002 0.001 0.011
Si 6.914 9.507 11.028 0.011 0.008 -0.002
Si 9.624 -4.081 11.065 -0.011 0.022 -0.002
Si 12.331 -1.345 11.093 -0.003 -0.013 -0.004
Si 15.031 1.398 11.107 0.009 -0.007 -0.007
Si 12.332 4.113 11.106 -0.006 -0.005 0.008
Si 15.038 -9.477 11.115 -0.007 -0.008 0.011
Si 12.332 -6.778 11.1 0.006 -0.009 0.001
Si 15.042 -4.047 11.117 0.006 0.003 0.008
Si 17.732 -1.311 11.102 0.001 0.019 0.003
Si 20.431 1.41 11.066 -0.004 -0.011 0.005
Si 17.737 4.136 11.092 -0.008 -0.012 -0.005
Si 20.436 -9.456 11.065 -0.005 -0.006 -0.001
Si 17.74 -6.757 11.111 -0.005 -0.014 0.005
Si 20.426 -4.031 11.074 0.009 0.02 0.002
Si 23.124 -1.307 11.016 0.004 0.009 0
Si 25.834 1.419 10.961 0.004 0.001 0.013
Si 23.136 4.139 11.021 0.005 -0.01 0.006
Si 25.845 -9.453 10.95 0.015 -0.008 -0.008
Si 23.123 -6.733 11.006 0.003 0.007 -0.005
Si 25.821 -4.022 10.943 -0.004 -0.01 -0.007
Si 28.535 -1.304 10.891 -0.01 0.001 0
Si 31.271 1.408 10.842 0.005 -0.007 -0.008
Si 28.56 4.133 10.894 0.005 0.004 0
Si 31.272 -9.476 10.839 -0.007 -0.004 -0.007
Si 28.546 -6.737 10.887 -0.007 0.001 -0.009
Si 31.263 -4.041 10.842 0.006 0.001 -0.004
Si 33.994 -1.324 10.803 -0.006 0.005 -0.008
Si -28.561 1.371 10.788 0.005 0.003 -0.007
Si -31.276 4.112 10.817 0.011 -0.005 -0.001
Si -28.57 -9.506 10.799 -0.002 -0.009 -0.002
Si -31.29 -6.776 10.813 -0.006 0.01 0
Si -28.562 -4.064 10.787 -0.002 -0.003 -0.002
Si -25.841 -1.361 10.784 0.006 -0.005 -0.003
Si -23.134 1.349 10.777 0.001 0.006 0.004
Si -25.854 4.08 10.778 -0.012 0.01 -0.008
Si -23.144 6.787 10.765 -0.008 -0.002 -0.004
Si -25.859 9.519 10.787 0.002 -0.017 0.006
Si -23.148 -4.092 10.78 -0.01 -0.009 0
Si -20.439 -1.378 10.774 0.002 0.001 0.009
Si -17.728 1.336 10.766 0.016 0 0.002
Si -20.426 4.055 10.764 0.011 -0.002 -0.004
Si -17.726 6.77 10.75 0.002 -0.002 -0.006
Si -20.443 9.497 10.756 -0.012 0.012 -0.002
Si -17.731 -4.109 10.746 -0.006 -0.006 -0.006
Si -15.018 -1.395 10.754 -0.006 0.015 0.005
Si -12.289 1.317 10.768 -0.002 0.004 0.004
Si -15.008 4.044 10.761 0.007 -0.019 0.001
Si -12.302 6.764 10.779 0 0.004 -0.004
Si -15.031 9.486 10.752 -0.004 -0.008 -0.008
Si -12.322 -4.113 10.768 0 0.002 -0.001
Si -9.592 -1.394 10.797 -0.008 -0.012 -0.002
Si -6.846 1.333 10.841 0.013 0.008 0.002
Si -9.563 4.038 10.797 0.006 0.002 -0.005
Si -6.832 6.751 10.836 0.009 0.018 -0.005
Si -9.584 9.48 10.804 -0.003 0.012 -0.003
Si -6.853 -4.109 10.842 -0.002 -0.001 0.005
Si -4.1 -1.386 10.886 -0.008 -0.011 0.003
Si -1.342 1.344 10.921 -0.006 -0.005 -0.002
Si -4.094 4.053 10.878 0 0.019 0.001
Si -1.339 6.761 10.926 0.014 0.007 0.013
Si -4.091 9.478 10.879 -0.008 0.005 0.003
Si -1.337 -4.107 10.925 0.001 -0.003 0
Si 2.755 -0.009 12.344 0.009 0.013 0
Si 5.497 2.72 12.384 -0.008 -0.014 -0.007
Si 2.773 5.42 12.315 -0.003 -0.005 -0.018
Si 5.535 8.145 12.356 -0.002 0.001 -0.004
Si 2.775 10.864 12.308 0.013 0.007 -0.008
Si 5.508 -2.725 12.369 -0.006 0 -0.004
Si 8.241 0.006 12.415 -0.008 -0.021 0
Si 10.974 2.735 12.447 0.009 0.002 -0.009
Si 8.244 5.442 12.416 -0.014 -0.008 -0.001
Si 10.973 8.178 12.45 -0.013 -0.004 0
Si 8.254 10.877 12.403 0.002 -0.011 -0.001
Si 10.977 -2.721 12.44 0.009 0.004 -0.005
Si 13.686 0.013 12.467 -0.008 0.001 -0.001
Si 16.393 2.764 12.462 0.004 0.009 -0.006
Si 13.69 5.475 12.473 0.009 0.006 -0.007
Si 16.395 -8.12 12.485 -0.003 -0.006 -0.004
Si 13.689 -5.419 12.472 -0.007 0.015 -0.008
Si 16.396 -2.681 12.482 0.008 0.01 -0.004
Si 19.088 0.052 12.454 -0.004 -0.017 -0.005
Si 21.795 2.777 12.413 -0.008 -0.002 -0.007
Si 19.102 5.496 12.452 -0.005 0.015 -0.006
Si 21.794 -8.085 12.415 0.006 -0.002 -0.002
Si 19.099 -5.395 12.475 -0.006 0.001 0.001
Si 21.785 -2.661 12.411 -0.004 -0.002 -0.006
Si 24.482 0.07 12.35 -0.009 -0.019 -0.009
Si 27.205 2.803 12.285 0.009 0.004 -0.001
Si 24.505 5.522 12.35 0.012 0.012 -0.007
Si 27.212 -8.084 12.28 -0.003 0.006 0.002
Si 24.485 -5.367 12.345 0.008 0.003 -0.005
Si 27.187 -2.653 12.278 -0.004 0.003 -0.004
Si 29.911 0.073 12.22 0.006 0.003 -0.004
Si 32.658 2.758 12.182 -0.01 0.011 -0.001
Si 29.932 5.502 12.223 0.003 -0.008 -0.003
Si 32.651 -8.136 12.189 -0.014 -0.017 0.006
Si 29.919 -5.386 12.234 -0.001 -0.003 0.014
Si 32.642 -2.675 12.173 0.002 0.002 -0.001
Si 35.371 0.021 12.162 0.003 0.003 0.004
Si -27.202 2.726 12.154 -0.001 -0.012 0.003
Si -29.903 5.456 12.178 -0.008 0.001 0.009
Si -27.194 -8.164 12.161 -0.003 0.016 0.002
Si -29.908 -5.421 12.151 0.012 -0.001 0.002
Si -27.187 -2.723 12.149 -0.001 0.01 0
Si -24.49 -0.001 12.153 -0.001 -0.004 0.002
Si -21.776 2.703 12.147 0.001 0.003 0
Si -24.485 5.429 12.143 -0.001 0.008 -0.002
Si -21.798 8.145 12.139 0.009 -0.01 0.004
Si -24.488 10.861 12.152 -0.01 0.01 0.001
Si -21.799 -2.733 12.146 -0.006 -0.013 -0.004
Si -19.083 -0.022 12.14 -0.004 0.006 -0.001
Si -16.376 2.698 12.127 -0.011 0 0.003
Si -19.08 5.42 12.133 0.006 0.003 0.005
Si -16.378 8.12 12.127 0.003 0.018 0.007
Si -19.091 10.856 12.118 0.02 0.006 -0.008
Si -16.382 -2.756 12.117 0.01 -0.007 -0.006
Si -13.663 -0.038 12.118 0.006 -0.009 -0.005
Si -10.928 2.673 12.136 0.008 0.001 -0.014
Si -13.652 5.393 12.136 -0.004 0.011 0.003
Si -10.946 8.112 12.151 -0.003 -0.002 0.007
Si -13.681 10.834 12.124 -0.006 -0.004 0.004
Si -10.959 -2.767 12.132 -0.005 0.013 -0.004
Si -8.23 -0.032 12.161 0.014 -0.003 -0.012
Si -5.487 2.697 12.194 -0.01 -0.006 -0.012
Si -8.207 5.39 12.171 0.007 -0.008 -0.005
Si -5.473 8.106 12.197 -0.001 -0.006 0
Si -8.223 10.831 12.166 0.002 -0.006 -0.001
Si -5.492 -2.746 12.201 0.013 0.006 0.007
Si -2.742 -0.014 12.231 0.006 0.001 -0.005
Si 0.009 2.697 12.29 0.005 -0.01 -0.003
Si -2.738 5.403 12.243 -0.014 -0.016 -0.003
Si 0.021 8.127 12.273 -0.012 0.008 -0.005
Si -2.732 -5.476 12.234 0.003 0 0.006
Si 0.014 -2.733 12.28 0.002 0.015 0.008
Si 1.355 1.349 13.664 -0.015 -0.013 -0.002
Si 4.112 4.084 13.709 -0.006 0.002 0.001
Si 1.375 6.769 13.63 0.031 -0.015 0
Si 4.147 9.52 13.656 0 0.008 -0.005
Si 1.379 -4.098 13.625 0.017 -0.002 -0.01
Si 4.118 -1.371 13.697 -0.008 -0.01 -0.003
Si 6.854 1.363 13.745 -0.01 0.021 0.006
Si 9.608 4.097 13.788 0.002 -0.01 0
Si 6.878 6.807 13.753 0.002 0 0.009
Si 9.613 9.545 13.793 -0.002 0.013 -0.003
Si 6.874 -4.077 13.728 -0.023 0.029 -0.002
Si 9.609 -1.354 13.772 -0.003 0 -0.008
Si 12.326 1.375 13.818 -0.003 -0.006 0.005
Si 15.053 4.12 13.838 -0.006 -0.01 -0.001
Si 12.332 6.835 13.825 -0.009 0.007 -0.003
Si 15.045 -6.763 13.856 -0.005 0 -0.004
Si 12.326 -4.07 13.83 0.012 -0.003 -0.005
Si 15.033 -1.342 13.858 0.018 -0.006 0.008
Si 17.743 1.407 13.832 -0.008 0.008 -0.008
Si 20.462 4.129 13.808 -0.001 -0.009 0.002
Si 17.764 -9.475 13.845 -0.003 -0.014 0.003
Si 20.467 -6.749 13.842 0.002 -0.007 0.007
Si 17.755 -4.033 13.854 -0.006 0.004 0.003
Si 20.444 -1.315 13.804 0.003 0.004 -0.007
Si 23.151 1.413 13.768 0.019 -0.01 0.016
Si 25.877 4.165 13.69 -0.014 0 0.006
Si 23.171 -9.444 13.751 0.005 -0.005 -0.003
Si 25.862 -6.734 13.664 0.001 -0.007 -0.013
Si 23.142 -4.029 13.753 0 0.008 -0.014
Si 25.835 -1.31 13.674 0.022 0.017 -0.001
Si 28.581 1.446 13.61 -0.008 -0.004 0.011
Si 31.328 4.147 13.537 -0.001 -0.009 -0.014
Si 28.588 -9.455 13.601 0.015 -0.003 -0.013
Si 31.294 -6.778 13.549 0.022 0.004 -0.004
Si 28.571 -4.009 13.604 -0.024 0.01 -0.001
Si 31.295 -1.295 13.534 -0.013 0.008 -0.009
Si 34.035 1.402 13.529 0.007 -0.004 0
Si -28.537 4.09 13.537 0.005 0.005 -0.004
Si 34.032 -9.494 13.537 0.006 -0.005 -0.004
Si -28.543 -6.784 13.506 -0.018 0.014 -0.006
Si 34.03 -4.04 13.5 -0.013 0.001 -0.011
Si 36.75 -1.346 13.502 0.014 -0.024 -0.006
Si -25.84 1.369 13.518 -0.017 0.014 -0.001
Si -23.132 4.067 13.514 -0.004 0.001 -0.008
Si -25.821 -9.528 13.521 0.003 -0.009 -0.007
Si -23.145 9.496 13.533 -0.013 0.005 0.001
Si -25.833 -4.094 13.512 0.016 -0.02 -0.005
Si -23.143 -1.365 13.523 -0.005 0.01 0.002
Si -20.428 1.339 13.52 0.006 -0.01 0.005
Si -17.726 4.058 13.503 0.01 -0.004 0
Si -20.45 6.777 13.5 -0.008 0.012 -0.016
Si -17.752 9.479 13.48 -0.015 -0.004 -0.009
Si -20.452 -4.117 13.496 0.005 -0.002 -0.009
Si -17.746 -1.411 13.494 0.008 0.008 0.002
Si -15.024 1.323 13.475 -0.007 0.015 -0.005
Si -12.277 4.033 13.492 0.016 -0.03 -0.006
Si -15.026 6.742 13.491 0.017 -0.022 -0.004
Si -12.335 9.457 13.49 -0.012 0.02 -0.001
Si -15.044 -4.129 13.483 -0.016 0.001 0.004
Si -12.312 -1.402 13.48 -0.007 -0.012 0.005
Si -9.577 1.335 13.52 -0.001 0 0.005
Si -6.852 4.043 13.546 0.021 -0.001 -0.003
Si -9.58 6.748 13.509 0.005 0.005 -0.006
Si -6.864 9.459 13.516 0.012 0.014 -0.004
Si -9.609 -4.136 13.493 -0.002 0.002 0.003
Si -6.873 -1.375 13.526 -0.026 0.016 0.009
Si -4.132 1.35 13.55 -0.007 0.003 -0.014
Si -1.397 4.045 13.608 0.003 0.021 -0.001
Si -4.12 6.758 13.572 -0.002 0.021 0
Si -1.375 9.479 13.591 0.019 -0.007 0.011
Si -4.126 -4.107 13.546 -0.011 -0.012 0.007
Si -1.381 -1.359 13.586 -0.016 -0.002 -0.004
Si -0.056 -0.002 14.982 0.015 0.006 0.01
Si 2.698 2.728 15.017 0.007 -0.011 -0.002
Si -0.042 5.417 14.944 0.008 0.004 -0.004
Si 2.76 8.144 14.944 -0.01 0.002 -0.009
Si -0.011 -5.472 14.925 -0.011 0.001 0.01
Si 2.711 -2.733 15.003 -0.002 0.005 0.006
Si 5.476 -0.018 15.064 -0.014 -0.009 0.013
Si 8.224 2.72 15.1 -0.013 -0.006 -0.003
Si 5.478 5.446 15.068 -0.013 -0.014 0.007
Si 8.241 8.177 15.115 0.006 0.002 -0.005
Si 5.478 10.886 15.04 0.001 -0.02 0.01
Si 8.25 -2.737 15.097 -0.001 -0.005 0.002
Si 10.953 0.001 15.157 0.016 -0.006 -0.005
Si 13.688 2.746 15.175 0.009 0 -0.006
Si 10.967 5.463 15.159 -0.002 -0.011 -0.003
Si 13.677 8.197 15.21 0.003 -0.014 0.001
Si 10.973 10.884 15.191 -0.012 0 0
Si 13.675 -2.728 15.219 -0.018 0 0.001
Si 16.397 0.036 15.205 0.008 -0.005 0.004
Si 19.109 2.764 15.192 0 0.007 0.001
Si 16.423 5.471 15.212 0 0.002 0.001
Si 19.121 -8.12 15.223 -0.013 -0.007 0.002
Si 16.397 -5.393 15.225 0.011 0.005 0.001
Si 19.137 -2.684 15.214 0.004 0.014 -0.001
Si 21.794 0.048 15.158 -0.004 -0.014 -0.008
Si 24.528 2.813 15.075 0.005 0 -0.011
Si 21.846 5.503 15.136 -0.002 0.019 -0.008
Si 24.533 -8.059 15.089 0.008 0.002 0
Si 21.842 -5.377 15.194 0.009 0.015 0.001
Si 24.487 -2.65 15.087 0 0.001 0.003
Si 27.205 0.09 14.96 -0.026 -0.023 0.004
Si 29.972 2.839 14.913 0.031 0.017 0
Si 27.242 5.563 15.017 0.003 0.009 0.006
Si 29.969 -8.131 14.954 -0.023 -0.004 0.019
Si 27.224 -5.361 14.983 0.014 0.005 -0.001
Si 29.943 -2.621 14.919 0.025 0.001 0.015
Si 32.674 0.051 14.876 -0.024 -0.014 0.011
Si 35.385 2.749 14.918 0.001 0.001 0.017
Si 32.698 5.469 14.913 -0.016 -0.004 0.014
Si 35.408 -8.142 14.877 0.01 0.002 0.001
Si 32.686 -5.409 14.842 -0.005 0.004 0.003
Si 35.413 -2.709 14.862 -0.003 0.014 0.016
Si 38.086 0.013 14.881 0.001 -0.005 0.003
Si -24.473 2.708 14.893 -0.004 0.006 0
Si -27.143 5.42 14.893 -0.006 0.001 0.002
Si -24.488 -8.182 14.925 -0.002 -0.009 0.01
Si -27.176 -5.455 14.882 -0.001 -0.003 0
Si -24.492 -2.735 14.884 -0.015 -0.012 0.001
Si -21.784 -0.016 14.897 0.004 0.003 0
Si -19.077 2.709 14.882 0.001 0 0.008
Si -21.8 5.436 14.891 0.017 0 0.001
Si -19.108 8.139 14.866 0.007 -0.003 0.004
Si -21.783 10.85 14.897 0.005 0.009 0.001
Si -19.12 -2.762 14.87 0.003 -0.006 0.002
Si -16.38 -0.047 14.831 -0.005 -0.012 0.001
Si -13.655 2.678 14.825 0.001 -0.002 0.001
Si -16.375 5.402 14.887 -0.004 0.013 0.022
Si -13.667 8.074 14.864 -0.013 0.009 0.011
Si -16.412 10.832 14.847 0.02 0.011 0.011
Si -13.664 -2.78 14.824 0.011 0.023 0.002
Si -10.959 -0.034 14.835 0.013 0.007 -0.01
Si -8.219 2.694 14.9 0.003 -0.01 -0.004
Si -10.909 5.37 14.875 -0.013 0.008 0.003
Si -8.215 8.089 14.872 0.001 0.001 0.01
Si -10.968 10.803 14.839 0.011 -0.001 0.012
Si -8.256 -2.757 14.83 0.019 -0.001 0.001
Si -5.533 0.023 14.877 0.02 0.004 -0.006
Si -2.791 2.687 14.94 -0.019 -0.019 -0.001
Si -5.488 5.388 14.909 -0.007 -0.007 -0.006
Si -2.756 8.112 14.925 -0.002 -0.002 0.01
Si -5.503 -5.497 14.852 0.001 -0.012 0.007
Si -2.78 -2.713 14.886 0.017 0.01 0.012
O 3.485 1.527 22.886 -0.085 0.412 0.58
O 2.301 -0.356 21.717 -0.009 0.319 -0.543
O 5.335 2.788 21.608 0.242 0.122 0.246
O 6.151 4.451 25.517 -0.568 0.2 0.328
O -1.169 1.445 23.172 0.069 0.72 0.321
O -4.531 3.418 25.818 0.674 0.147 -0.124
O 1.52 3.605 23.012 -0.38 -0.538 0.2
O 3.727 -6.891 24.036 0.045 -0.031 0.121
O 2.31 -4.882 25.08 -0.478 0.549 -0.139
O 4.453 7.136 22.945 0.184 -0.384 0.139
O 5.716 -1.168 25.394 0.084 -0.347 0.428
O 3.579 -4.501 22.882 -0.274 0.161 0.505
O 4.821 -3.858 -3.154 0.174 0.258 0.244
O 5.303 -2.729 22.109 -0.162 0.144 0.198
O 6.966 -0.91 23.081 0.324 0.521 0.023
O 8.674 1.504 23.146 -0.114 -0.321 0.17
O 6.572 4.516 22.972 0.244 0.534 0.238
O 9.446 6.245 23.331 -0.335 -0.198 0.052
O 10.895 -8.129 22.407 -0.027 -0.058 0.435
O 13.414 7.251 -4.737 -0.43 0 -0.475
O 6.212 -7.286 23.26 0.055 -0.175 0.543
O 7.979 -5.531 22.375 0.226 0.289 0.131
O 9.546 -3.797 23.442 0.291 0.321 0.292
O 8.488 -6.619 -5.319 -0.099 0.614 0.534
O 11.336 -0.015 24.949 -0.059 0.107 -0.37
O 12.139 -1.863 23.304 0.217 -0.588 -0.063
O 13.64 0.136 22.446 -0.27 -0.2 0.468
O 15.155 2.257 23.14 0.088 -0.088 0.331
O 10.776 2.708 22.251 0.173 0.2 0.405
O 12.618 3.915 23.497 0.548 0.283 -0.052
O 14.862 4.983 22.817 -0.137 -0.028 0.044
O 15.924 7.246 23.476 -0.041 -0.082 0.291
O 12.644 -6.399 23.372 -0.534 -0.028 0.484
O 14.487 -4.507 23.244 -0.024 0.191 0.36
O 16.285 -2.773 22.413 -0.037 -0.088 0.464
O 19.952 0.205 23.373 0.499 -0.07 0.224
O 20.424 -1.832 -6.091 -0.256 0.28 0.124
O 23.089 -0.737 26.145 -0.047 -0.5 0.226
O 17.226 3.834 23.161 0.457 -0.219 0.654
O 23.485 3.579 23.228 0.501 -0.147 0.113
O 26.543 -4.082 -6.408 -0.105 0.243 -0.253
O 17.441 -6.977 23.324 0.114 0.265 0.184
O 19.17 -5.404 22.345 -0.265 -0.226 0.507
O 20.907 -3.748 23.318 -0.198 0.307 0.068
O 21.616 -3.156 25.73 0.442 0.125 0.126
O 21.972 -5.571 25.001 0.113 -0.245 -0.396
O 23.238 -1.08 23.535 -0.32 -0.19 0.395
O 26.605 1.666 23.062 0.15 0.24 0.149
O 26.682 1.138 -5.281 0.136 -0.178 -0.268
O 19.15 5.373 22.301 -0.018 -0.091 0.104
O 24.807 5.535 22.205 -0.064 0.079 0.104
O 26.83 6.974 23.071 0.307 0.665 0.292
O 27.099 6.406 -4.63 -0.229 -0.555 -0.42
O 22.862 -7.956 23.387 0.317 0.042 -0.025
O 25.469 -6.45 -5.889 0.338 0.003 0.312
O 26.063 -3.861 23.234 0.078 0.041 0.417
O -32.561 -5.529 -3.853 0.28 0.455 -0.101
O 27.756 -2.249 22.16 0.021 -0.044 0.827
O 31.864 -0.184 25.313 0.441 -0.523 -0.005
O 31.797 1.177 22.999 0.447 0.317 0.046
O 28.409 4.799 23.313 -0.15 -0.277 0.253
O 30.441 5.937 22.173 0.202 -0.235 0.315
O -25.337 -3.689 24.864 -0.316 0.073 -0.334
O 29.318 6.697 -5.94 0.4 0.224 0.024
O -29.802 6.905 -6.302 0.319 0.142 -0.243
O -32.152 4.996 25.015 0.116 0.21 0.067
O 32.425 -2.816 22.108 0.005 0.033 0.314
O -31.354 -0.688 22.824 -0.255 -0.05 0.217
O -27.532 2.76 25.207 0.315 0.413 -0.035
O -23.25 4.792 25.079 0.24 -0.608 -0.224
O -29.953 -0.026 -5.688 0.03 -0.016 0.054
O -29.868 5.46 22.224 -0.127 -0.042 0.539
O -27.805 6.984 23.101 -0.03 0.082 0.329
O -24.636 -5.445 22.242 -0.122 0.135 0.591
O 31.775 5.045 -6.027 -0.559 -0.278 0.081
O -31.22 -6.141 23.227 -0.32 0.078 0.281
O -28.957 -4.964 22.793 0.098 -0.338 0.21
O -27.312 -2.983 22.02 0.233 0.006 0.123
O -26.128 -1.116 23.185 -0.267 -0.311 0.411
O -24.075 0.297 22.687 -0.339 -0.249 -0.026
O -22.397 2.193 23.051 -0.024 0.462 0.152
O -20.869 -1.348 -1.848 0.202 -0.331 -0.566
O -25.715 5.399 24.93 -0.46 -0.34 0.33
O -22.001 7.596 -2.872 0.529 -0.585 -0.104
O -21.617 6.541 26.271 -0.178 0.222 -0.412
O -18.579 -6.643 24.503 0.552 -0.286 -0.286
O -23.196 -3.559 23.364 0.486 -0.118 0.261
O -23.425 -1.637 -2.79 -0.06 -0.633 0.345
O -20.422 -1.648 22.944 -0.268 -0.557 0.163
O -18.966 0.068 21.856 -0.017 0.055 0.345
O -18.373 -0.806 24.565 0.349 0.402 -0.214
O -15.83 2.443 25.235 -0.395 -0.348 0.289
O -29.609 -7.994 -3.478 -0.144 -0.249 -0.364
O -20.089 3.223 23.042 0.126 -0.144 0.214
O -18.926 5.365 22.183 -0.296 0.043 0.192
O -16.956 6.931 22.949 0.206 -0.243 0.134
O -21.304 2.195 -5.431 -0.42 0.201 -0.025
O -18.241 -4.537 22.96 0.125 0.111 0.257
O -16.37 -2.832 22.114 -0.115 0.108 0.303
O -14.11 -3.264 -7.02 -0.311 -0.264 -0.08
O -14.261 -1.362 22.697 0.355 -0.267 0.277
O -13.665 3.706 -3.944 -0.16 0.269 0.375
O -13.649 3.881 25.37 -0.193 0.033 -0.636
O -12.422 0.559 23.001 0.598 0.087 0.51
O -15.5 3.637 22.898 0.093 0.465 0.559
O -13.679 5.282 21.949 0.033 -0.072 0.609
O -12.527 -0.483 -5.086 0.173 0.078 -0.394
O -9.042 1.804 24.591 -0.295 -0.692 0.017
O -15.44 -7.252 23.008 -0.173 0.376 0.306
O -12.806 -5.123 25.55 -0.663 -0.002 -0.526
O -13.653 -5.559 22.023 -0.018 0.054 0.278
O -11.844 -3.761 22.575 -0.265 -0.016 -0.003
O -9.957 -2.008 22.959 0.098 0.255 0.401
O -8.382 -0.195 21.947 0.024 0.087 0.477
O -5.809 0.59 -6.494 0.097 -0.149 0.282
O -9.139 4.089 23.376 0.417 0.72 0.202
O -10.918 2.546 22.168 -0.125 0.114 0.391
O -4.912 7.106 24.774 0.204 0.505 -0.474
O -6.977 6.956 23.099 -0.36 -0.399 0.117
O -5.64 -6.545 25.819 -0.063 0.116 -0.6
O -8.195 -5.438 21.831 -0.04 0.058 0.07
O -7.263 -4.486 -6.235 0.55 -0.126 0.064
O -11.407 -0.872 -2.732 -0.113 -0.204 0.261
O -4.403 -3.407 24.798 0.221 -0.36 -0.302
O -5.129 -1.742 22.916 -0.438 0.193 0.221
O -2.155 -2.316 25.814 0.126 0.498 -0.435
O -0.962 -1.012 23.658 -0.656 -0.061 -0.077
O -5.043 3.753 23.199 -0.626 -0.371 -0.125
O -2.651 4.656 23.15 0.393 -0.251 0.125
O -0.021 -8.075 22.117 0.189 -0.009 0.263
O 1.5 -6.12 22.923 -0.545 -0.04 0.244
O -5.203 -7.709 22.085 -0.019 0.122 0.361
O -1.473 -3.627 23.047 -0.124 -0.039 0.428
O 0.257 -2.832 24.953 0.553 -0.262 0.184
O 3.051 2.457 -5.915 -0.35 0.588 -0.389
O 5.329 2.659 -4.621 -0.201 0.253 -0.212
O 5.168 7.669 25.382 0.376 -0.221 0.031
O 4.892 -7.844 -5.715 -0.069 0.043 0.407
O 1.38 0.34 -6.367 0.227 -0.333 -0.023
O 2.681 5.536 21.893 -0.121 0.083 0.284
O 4.112 3.945 23.958 -0.045 0.056 -0.564
O 2.403 -4.35 -5.812 -0.469 0.082 0.101
O 2.781 -8.088 -3.208 -0.014 -0.057 -0.721
O 2.997 -1.807 -4.782 -0.247 0.055 -0.082
O 7.294 1.119 -5.55 -0.375 -0.425 -0.59
O 6.989 0.27 -2.662 -0.191 0.195 -0.499
O 7.797 0.375 25.222 0.353 -0.055 0.565
O 6.223 2.206 24.144 -0.637 -0.342 -0.274
O 9.809 7.488 -5.526 0.317 -0.526 0.25
O 11.933 3.893 -1.42 0.254 -0.299 -0.226
O 8.846 -8.159 -3.128 0.297 -0.463 -0.018
O 9.399 -7.023 25.71 -0.404 0.121 -0.763
O 3.196 -5.685 -2.397 0.367 -0.193 -0.078
O 8.05 -2.276 25.032 -0.316 -0.244 0.413
O 15.28 0.58 -4.31 -0.228 0.098 0.639
O 15.211 4.895 -6.012 -0.2 0.579 -0.452
O 15.562 3.92 25.147 0.208 0.13 0.089
O -6.926 -2.718 24.83 -0.4 -0.007 -0.157
O -0.13 -2.066 -3.297 -0.162 0.009 0.171
O 15.028 -6.808 24.424 -0.198 -0.169 0.137
O 11.452 -5.053 -5.817 -0.113 -0.085 -0.5
O 10.649 -2.527 25.397 0.094 -0.235 0.717
O 12.08 -2.625 -4.988 0.307 0.252 0.211
O 17.434 -3.842 -2.822 -0.017 -0.013 -0.304
O 16.695 1.581 -6.267 0.173 0.291 -0.556
O 21.967 3.679 25.317 -0.213 -0.03 0.47
O 22.502 -1.581 -4.603 -0.004 -0.615 0.116
O 22.939 1.337 24.551 0.128 0.032 0.375
O 20.658 7.048 23.465 -0.196 -0.152 0.347
O 19.132 -4.16 -6.268 -0.234 0.112 -0.103
O -31.639 -7.268 -5.811 0.442 0.212 -0.274
O 22.623 6.24 25.076 0.202 -0.193 -0.384
O 31.344 -7.102 -2.298 0.197 -0.44 0.013
O 26.698 -1.582 -5.583 0.198 -0.084 -0.337
O 25.184 -4.958 25.345 -0.485 0.051 0.195
O 25.26 0.114 24.846 0.138 -0.264 0.33
O 25.591 2.638 25.277 -0.321 -0.061 -0.058
O 26.829 5.588 -0.463 0.111 0.358 -0.375
O 29.776 -0.208 22.103 -0.153 0.003 0.326
O 23.957 4.18 -7.052 0.229 -0.137 0.382
O 0.935 -6.349 -3.752 0.179 0.586 -0.166
O 25.485 -5.966 -2.248 0.081 0.307 0.448
O 30.407 -4.868 22.135 -0.207 -0.048 0.591
O 27.392 -6.043 -4.056 -0.218 -0.124 -0.528
O 28.797 -6.382 23.382 -0.532 -0.502 0.209
O 8.749 -1.644 -2.894 0.372 -0.522 0.537
O 24.524 -5.982 22.95 0.274 0.081 -0.197
O -6.983 -1.84 -6.34 0.106 0.095 0.728
O -13.881 1.203 -6.757 0.522 -0.2 -0.418
O 30.8 0.289 -3.459 -0.275 -0.042 0.155
O -30.17 -0.397 -3.124 0.554 0.12 0.137
O 28.508 3.944 -1.565 0.319 -0.048 -0.212
O -18.697 3.595 -3.499 0.069 0.358 -0.705
O -31.843 -5.864 -1.291 0.317 0.374 -0.199
O -25.814 7.883 24.883 0.549 0.247 -0.252
O -30.502 -3.619 24.368 -0.598 0.285 0.195
O -29.672 -1.795 26.257 -0.453 -0.412 0.497
O -24.972 -5.68 -3.256 -0.191 0.623 0.002
O 6.213 -1.231 -0.71 -0.114 -0.185 -0.165
O -29.201 0.963 22.809 0.141 -0.056 0.394
O -31.917 3.753 22.741 -0.128 -0.447 -0.127
O -26.645 -7.021 22.894 -0.107 -0.052 0.415
O -19.064 -2.796 -0.681 0.119 -0.12 -0.174
O -26.683 -3.984 -6.101 -0.15 -0.213 0.019
O -22.384 -6.287 -3.465 -0.072 -0.067 -0.164
O -8.826 3.119 -4.432 0.021 -0.101 -0.237
O 17.049 -7.902 25.686 0.331 -0.405 0.085
O -25.591 0.882 24.808 0.109 0.278 -0.102
O 2.219 2.649 25.257 -0.409 -0.018 -0.227
O -21.085 2.875 25.386 -0.432 0.082 0.338
O 26.408 3.586 -6.221 0.178 0.363 0.315
O -20.497 -5.977 23.042 -0.16 0.319 0.066
O -20.068 4.308 -6.696 0.071 -0.102 0.165
O 9.092 -8.127 -0.571 -0.398 0.147 0.209
O 31.865 -5.246 -6.378 0.28 0.057 -0.545
O -19.942 6.603 -5.368 0.005 -0.245 0.413
O -14.589 6.887 24.217 -0.002 -0.578 0.119
O -21.1 -3.806 -6.035 0.452 -0.058 0.536
O 20.412 0.234 -3.274 -0.531 -0.32 0.164
O -25.588 1.487 -2.186 0.195 -0.002 -0.319
O 14.28 2.468 -6.002 -0.612 -0.411 -0.317
O -19.817 -4.299 25.05 -0.263 -0.017 0.064
O -14.898 1.082 23.248 -0.031 -0.043 -0.216
O -16.093 3.03 -3.266 0.345 0.537 0.612
O 24.539 7.043 -0.906 0.128 0.684 -0.272
O -15.061 -4.225 -2.746 -0.119 0.181 -0.676
O -13.15 -2.612 -3.614 -0.392 -0.008 -0.408
O -5.477 2.76 -2.989 -0.366 -0.073 0.487
O -12.202 7.112 22.973 0.361 0.178 0.263
O -21.399 4.273 -3.559 0.11 0.415 0.019
O -29.182 -5.451 -3.693 -0.311 -0.098 -0.172
O -12.858 -7.671 24.935 0 0.282 0.021
O -7.433 -6.211 -4.122 -0.289 0.159 0.664
O 8.394 -1.298 -5.49 -0.257 -0.244 -0.33
O 11.635 -7.491 -6.878 0.263 -0.459 0.013
O -11.374 5.21 -3.961 0.626 -0.114 -0.546
O -23.07 -1.956 -5.456 0.101 0.245 -0.57
O -10.029 -6.843 22.948 -0.618 -0.552 0.05
O -10.562 -6.508 25.516 0.264 -0.067 0.306
O -12.736 -7.478 -6.015 0.218 -0.199 0.011
O -7.307 7.712 25.594 -0.303 -0.447 0.432
O -9.798 -4.423 24.094 0.596 0.207 0.34
O -11.731 -4.171 -6.172 -0.242 -0.232 0.35
O -11.671 -2.732 24.879 0.095 0.339 -0.078
O -6.861 1.547 22.84 0.263 0.608 -0.043
O 19.526 6.741 -3.415 0.098 0.652 -0.075
O -6.794 7.512 -4.863 -0.326 0.025 -0.143
O -13.748 -0.547 25.06 0.455 -0.1 0.08
O 29.365 -0.514 -6.725 -0.344 -0.233 0.346
O -1.09 -4.91 -6.807 0.56 -0.278 -0.113
O -6.213 5.291 -3.546 -0.107 0.308 0.49
O -27.166 2.603 22.183 -0.196 -0.004 0.316
O -6.137 -4.12 22.805 0.032 -0.516 0.454
O -29.619 -5.722 25.351 -0.229 -0.24 0.198
O -3.107 -0.088 22.143 0.061 0.137 0.506
O -4.919 0.188 -3.28 -0.19 -0.293 -0.332
O -0.651 0.756 25.733 -0.545 0.078 0.098
O 0.256 4.779 -6.471 -0.049 0.198 0.129
O -3.766 4.679 -3.461 0.114 0.092 -0.06
O -0.948 -7.783 -2.897 0.206 0.469 0.432
O 9.305 0.616 -3.967 0.494 0.176 -0.061
O -2.961 1.822 -2.972 0.423 -0.303 -0.289
O 0.802 -2.499 22.419 0.439 -0.548 0.121
O 4.198 -5.745 -7.009 0.183 0.366 -0.533
O 2.701 5.655 -3.196 -0.121 0.19 -0.205
O -31.448 3.955 -4.879 -0.152 -0.347 -0.081
O -19.156 7.146 25.483 -0.225 -0.313 -0.259
O 2.123 5.318 24.884 0.33 0.279 -0.382
O -23.247 -4.323 -4.653 -0.279 -0.013 0.152
O 1.907 -7.004 -6.417 0.06 0.194 0.269
O 5.852 -5.542 -4.893 0.202 -0.21 0.202
O -2.543 -2.153 -4.371 -0.459 0.482 0.366
O 2.142 -3.405 -2.921 -0.087 -0.223 -0.401
O 2.092 -0.756 -2.654 -0.313 0.514 0.026
O 4.846 0.952 -1.211 0.164 0.37 -0.362
O 4.732 -1.119 -2.841 0.074 -0.52 -0.324
O 8.367 3.061 25.277 0.664 -0.094 -0.032
O 12.056 2.391 25.645 0.207 -0.077 -0.051
O 10.719 4.6 25.065 -0.032 -0.408 -0.092
O 7.424 3.727 -5.811 0.085 0.388 0.193
O 29.177 7.963 -3.621 -0.383 -0.138 0.289
O -1.329 -6.926 -5.288 0.037 -0.537 -0.206
O -9.328 -3.03 -6.857 -0.074 0.414 -0.435
O 9.746 0.806 -6.531 -0.275 0.529 0.001
O 9.028 -4.449 26.017 0.035 0.048 0.164
O 13.225 4.687 25.975 -0.384 0.557 0.221
O -18.691 -3.002 -6.897 0.349 -0.335 0.602
O 16.808 5.136 -0.362 -0.14 0.132 -0.579
O -20.067 -7.404 -4.049 0.058 0.445 -0.313
O 7.221 7.398 -4.908 -0.282 -0.219 -0.47
O 11.783 -6.176 -1.179 -0.07 -0.259 -0.644
O 14.401 5.146 -3.539 -0.163 -0.523 0.519
O -24.977 3.974 22.978 0.043 -0.234 0.282
O 21.672 4.669 -5.931 0.328 0.138 0.111
O -28.842 6.669 -1.576 0.212 0.043 -0.536
O 28.375 6.739 25.163 -0.055 0.298 0.093
O 16.027 3.162 -4.198 0.215 -0.157 0.662
O 18.885 0.639 -5.313 0.045 0.133 0.447
O 26.322 5.146 24.859 -0.108 -0.137 -0.018
O 14.587 -7.366 -3.095 0.088 0.383 0.188
O 15.341 -3.494 -1.321 -0.244 -0.254 -0.296
O 18.475 0.501 25.575 -0.183 0.463 0.063
O 20.491 -6.4 -6.007 0.246 -0.26 0.149
O 24.728 7.571 -5.107 -0.459 -0.59 -0.29
O -23.854 3.13 -3.399 -0.206 -0.358 -0.546
O -16.689 8.126 25.229 0.337 -0.011 0.502
O 19.662 -4.191 -1.493 0.052 0.379 -0.102
O 24.621 -0.173 -4.739 -0.181 0.654 -0.302
O 21.47 0.515 -5.733 0.209 0.47 -0.404
O 26.176 1.049 -1.24 0.003 0.221 -0.214
O -24.047 -1.375 24.721 0.181 0.218 0.335
O 1.076 -2.341 -0.875 -0.106 -0.677 -0.008
O 29.639 8.069 -0.416 0.065 -0.094 -0.325
O 18.838 3.105 -0.346 0.12 -0.161 -0.668
O 23.548 -4.368 -2.572 -0.505 0.016 -0.285
O 23.602 -6.606 -4.026 -0.259 0.157 -0.006
O 22.964 -7.257 -6.449 0.235 -0.073 -0.184
O 27.693 -5.742 25.659 0.002 -0.131 0.198
O 24.809 5.895 -3.176 0.187 -0.517 -0.015
O -23.054 -3.402 26.072 -0.159 -0.06 -0.043
O 30.569 -2.966 -7.079 0.111 -0.106 0.017
O 30.145 2.895 -3.362 0.585 0.128 -0.184
O -32.101 0.755 -4.459 -0.379 0.585 -0.095
O 29.768 -2.683 -0.476 -0.205 -0.005 -0.353
O -4.64 -3.525 -3.44 -0.047 0.046 0.053
O -2.805 5.961 25.545 0.304 -0.328 0.205
O -30.417 0.368 25.06 -0.547 0.343 0.063
O -17.351 1.798 23.009 -0.397 0.144 0.413
O 29.279 -5.026 -5.866 -0.232 -0.266 -0.204
O -5.689 -4.379 -1.205 0.104 -0.32 -0.171
O -8.802 3.885 26.26 -0.355 0.106 0.038
O 32.591 -0.033 -0.402 0.006 0.04 -0.245
O -6.5 5.159 24.956 -0.289 -0.312 0.274
O -30.387 -3.061 -3.453 -0.468 0.001 -0.205
O -7.369 -3.389 -3.009 -0.184 -0.188 -0.503
O 4.002 0.751 25.974 0.568 0.286 0.115
O 22.908 0.549 -2.906 0.411 0.455 0.169
O 9.51 4.385 -2.663 -0.007 0.031 -0.524
O -30.126 -7.661 -0.825 0.676 0.211 0.051
O 0.575 7.661 -4.997 0.169 -0.761 0.036
O 25.418 -3.418 -4.15 -0.029 -0.127 -0.437
O -17.627 1.361 -4.497 0.367 -0.045 -0.107
O -26.421 -0.874 -1.453 0.022 -0.182 -0.431
O 32.549 8.098 22.277 0.269 -0.245 0.177
O -0.199 -5.162 -0.169 0.296 -0.102 -0.686
O -28.209 -7.72 25.055 -0.541 -0.444 0.072
O -23.833 6.337 23.077 -0.086 0.252 0.39
O -14.68 -1.819 -1.611 -0.267 0.105 -0.221
O -7.922 -3.455 -0.393 -0.128 0.148 0.584
O 14.361 -1.551 -5.564 0.183 0.03 -0.259
O -23.164 -4.375 -1.855 0.644 -0.001 -0.181
O -27.302 0.319 -3.689 -0.782 0.039 -0.349
O -27.022 -1.443 -5.577 -0.406 0.109 -0.34
O -18.789 -7.595 -6.396 -0.148 0.437 -0.057
O -24.883 -0.219 -4.621 0.303 0.221 -0.309
O -17.757 7.715 -4.289 0.062 -0.278 0.296
O -4.276 2.055 -5.178 0.361 -0.023 -0.254
O -20.496 1.885 -2.955 -0.285 -0.569 0.325
O -13.293 6.837 -4.291 -0.058 -0.445 0.031
O 17.322 -1.68 -1.272 0.325 0.163 -0.483
O -8.03 -6.308 24.534 0.232 0.279 -0.463
O 28.6 1.11 -2.306 0.085 0.417 -0.16
O 13.102 7.016 -2.161 -0.311 0.115 0.473
O -21.895 5.408 -0.411 -0.03 0.053 -0.27
O -25.291 -2.745 -4.177 0.03 -0.538 0.389
O 6.96 -6.068 26.19 -0.237 -0.27 -0.686
O -17.822 -0.477 -6.438 0.36 0.218 0.338
O -17.839 1.721 -1.811 -0.452 -0.024 -0.168
O -22.161 0.205 -3.725 -0.311 0.277 -0.11
O -8.915 -1.525 -1.541 0.119 0.337 -0.526
O 15.916 0.345 -0.335 0.086 0.05 -0.633
O -1.235 6.648 -1.112 0.336 -0.449 -0.192
O 7.053 5.253 -3.462 -0.134 0.046 0.234
O 16.892 -0.978 -5.702 0.288 -0.573 -0.049
O -11.305 -5.851 -2.796 0.111 0.483 -0.449
O -3.116 2.817 -0.512 0.293 -0.464 0.239
O -14.749 7.65 -0.593 0.328 -0.246 0.174
O -16.075 -1.699 25.601 -0.149 -0.176 -0.299
O 29.27 5.375 -3.642 0.253 0.225 0.412
O -9.527 -4.841 -5.001 -0.376 -0.393 0.339
O -16.527 -6.437 -3.375 -0.276 0.218 -0.131
O 23.165 4.826 -1.266 -0.143 -0.182 -0.468
O 28.699 2.142 -6.318 0.353 0.412 0.135
O -12.281 6.066 25.348 0.142 -0.007 0.007
O 28.029 -3.518 -4.26 0.335 0.489 0.241
O -3.414 7.673 -2.379 0.023 -0.062 -0.497
O -9.083 -6.419 -1.428 0.333 -0.271 -0.333
O -4.506 -0.965 25.627 0.423 0.482 -0.512
O -10.976 -5.21 -0.298 0.186 -0.211 0.657
O -6.738 2.908 -5.805 -0.121 0.037 0.153
O -0.402 -2.555 -5.893 0.415 0.05 -0.041
O -5.437 7.005 -0.854 0.118 -0.58 -0.043
O 13.07 -1.791 25.849 0.499 -0.301 -0.19
O -1.547 3.901 -2.312 0.279 0.097 0.144
O -6.727 2.677 24.999 -0.242 0.096 0.401
O -1.72 4.004 -4.954 -0.487 -0.099 -0.288
O -1.666 6.2 -3.622 0.355 0.352 -0.439
O -4.386 -3.262 -5.983 -0.712 -0.051 0.069
O -10.689 -2.38 -4.681 0.47 0.17 0.222
O -24.654 8.047 -3.479 -0.078 -0.147 -0.552
O -0.883 -0.17 -5.046 -0.013 0.359 0.445
O 1.215 0.446 23.956 0.062 0.029 0.098
O 21.085 4.704 -3.345 0.455 -0.671 0.31
O 24.148 -1.757 -2.625 0.268 0.204 0.607
O 13.882 2.375 -0.375 -0.215 -0.323 -0.459
O 2.98 2.537 -0.243 0.12 -0.045 -0.521
O 1.432 4.151 -1.479 -0.214 0.198 -0.289
O 13.372 -5.119 25.555 0.015 0.665 -0.057
O -2.624 -8.066 0.276 0.024 0.051 -0.063
O -30.973 -1.914 -1.155 0.319 -0.432 -0.014
O 3.649 7.039 -1.098 -0.572 0.464 -0.075
O 1.363 -7.04 -1.202 -0.211 -0.357 -0.125
O -32.539 -1.535 -3.244 -0.455 -0.388 0.134
O -26.927 -5.591 25.767 0.469 -0.28 0.063
O -2.195 -2.978 -0.234 0.125 -0.132 -0.48
O 19.409 -1.885 25.108 -0.008 -0.296 -0.084
O -15.013 5.108 -1.41 0.183 -0.194 -0.499
O 9.236 0.66 -1.348 -0.129 0.214 -0.27
O 7.416 3.866 -1.188 0.275 -0.103 -0.23
O -27.963 0.204 25.711 0.103 -0.267 -0.351
O 5.56 5.432 -0.269 -0.296 0.048 -0.495
O -3.107 -5.608 22.114 0.112 -0.03 0.251
O 11.479 -4.576 -3.234 0.608 -0.062 -0.222
O -5.854 -7.638 -2.735 -0.205 0.095 0.195
O 5.461 -5.36 -0.134 -0.216 0.028 -0.249
O 8.274 -2.729 -0.091 -0.366 0.117 -0.47
O 10.465 -3.916 -0.883 0.324 0.42 -0.186
O -7.829 2.436 -0.494 0.207 0.071 -0.034
O 7.675 2.739 -3.476 0.206 -0.356 0.278
O 17.854 -6.469 -6.055 -0.322 0.293 -0.105
O -19.072 1.861 -6.699 0.2 0.145 -0.293
O -4.501 -6.784 -0.778 -0.272 0.528 -0.287
O 12.147 -0.168 -6.09 0.233 0.284 0.316
O 15.553 7.107 -1.411 0.588 0.08 -0.389
O 13.88 -7.471 -0.471 0.231 0.202 0.258
O 9.382 -5.883 -2.115 -0.181 0.191 -0.398
O -23.622 5.69 -3.552 -0.16 -0.091 0.069
O 11.262 -0.391 -0.226 -0.007 0.124 -0.404
O 13.313 -2.315 -0.227 -0.029 -0.053 -0.405
O -20.52 0.707 24.149 -0.219 -0.036 -0.038
O -15.275 -7.905 -5.183 -0.21 0.15 -0.68
O 20.934 1.606 -1.198 0.158 0.471 -0.435
O -0.46 5.62 24.522 0.213 -0.314 -0.328
O 9.628 -3.477 -4.674 -0.192 -0.393 -0.057
O 19.192 4.853 -5.181 -0.457 -0.481 -0.601
O 20.457 6.043 -1.062 0.159 -0.323 0.097
O 19.096 -8.143 -0.381 0.29 -0.169 -0.232
O -17.436 -4.586 -1.651 -0.144 0.268 -0.561
O 17.885 -6.145 -1.518 -0.449 -0.197 -0.26
O 8.495 5.722 25.677 -0.388 0.321 0.408
O 3.635 0.699 -4.227 0.035 -0.092 -0.168
O -14.475 1.152 -4.256 0.248 -0.459 0.404
O 21.873 -0.838 -1.045 -0.581 -0.107 0.114
O 32.108 5.105 -3.311 -0.66 -0.184 -0.145
O -31.83 6.616 -4.81 -0.179 0.321 0.433
O -12.194 3.924 -6.085 0.05 -0.183 -0.16
O 20.478 2.597 -4.635 -0.197 -0.087 0.103
O 23.159 -6.82 -1.461 0.058 -0.484 -0.415
O -5.837 0.629 -0.887 0.36 0.031 -0.17
O 21.534 -5.387 -0.208 0.089 0.065 -0.084
O -9.668 1.189 -2.689 0.678 -0.297 -0.129
O 29.763 -7.383 25.591 0.676 0.197 0.46
O -31.919 7.402 26.04 -0.009 0.33 -0.375
O 24.38 2.765 -0.364 0.028 -0.036 -0.489
O -0.23 2.236 -5.923 -0.128 0.087 -0.281
O -12.459 -7.65 -1.113 0.312 0.58 0.218
O 11.707 5.433 -3.51 -0.318 -0.182 -0.593
O 29.763 -5.657 -3.466 0.292 0.258 0.54
O 31.601 -1.146 -5.515 0.107 -0.405 0.115
O 31.457 6.314 -1.19 -0.272 0.14 -0.631
O 30.196 -4.847 25.127 0.402 0.23 -0.354
O 24.041 -2.465 -0.097 -0.28 0.162 0.022
O 25.823 -3.481 -1.498 0.664 0.23 -0.036
O 27.828 -1.01 -1.017 -0.259 -0.255 -0.273
O 26.762 -0.516 -3.256 -0.002 -0.221 0.108
O 30.896 1.739 -1.206 0.163 0.18 -0.129
O -27.919 -3.328 25.123 0.176 0.137 -0.093
O -28.129 1.126 -1.345 -0.126 0.108 -0.395
O -30.029 2.731 -0.468 0.215 -0.258 -0.383
O 3.322 -1.874 26.133 -0.534 -0.184 -0.139
O -31.876 4.471 -1.179 -0.024 -0.201 -0.406
O -31.439 6.856 -2.17 -0.188 0.209 -0.049
O -24.539 6.229 -6.726 0.058 0.58 0.388
O -11.06 3.65 24.994 -0.208 -0.225 -0.332
O -15.425 3.056 -5.823 -0.541 0.42 -0.079
O -23.701 2.62 -0.824 0.627 0.406 0.053
O -27.791 -3.268 -3.799 0.217 0.178 0.132
O -11.264 2.705 -3.892 -0.355 -0.669 -0.156
O 21.124 2.508 23.079 -0.035 0.297 0.177
O -25.66 4.024 -1.552 -0.298 0.469 -0.628
O -27.215 5.435 -0.169 0.249 0.132 -0.505
O 31.402 -4.43 -1.614 -0.089 0.194 -0.395
O -29.823 2.111 -4.044 0.194 0.029 0.364
O -23.867 6.963 -1.215 -0.23 0.223 0.143
O -25.876 -7.337 -1.417 0.284 -0.611 0.098
O -28.945 -3.896 -1.515 -0.115 0.02 0.068
O -27.312 -5.472 -0.391 0.209 0.166 0.003
O -8.319 -6.894 -6.355 -0.26 -0.275 0.183
O 27.709 1.031 25.327 -0.137 -0.027 0.038
O -12.263 6.173 -1.699 0.046 -0.684 0.078
O -22.618 0.274 -1.064 0.34 -0.198 0.044
O 27.883 -6.634 -1.485 0.375 0.221 -0.23
O -20.036 3.848 -1.295 0.226 0.174 -0.092
O -17.153 6.418 -0.981 -0.156 -0.312 -0.548
O -19.045 8.069 -0.402 0.039 -0.06 -0.057
O -20.737 -6.723 -1.552 -0.257 0.386 -0.227
O -29.814 2.647 -6.51 0.099 -0.644 0.144
O -24.742 -2.716 -0.558 -0.293 -0.221 -0.251
O -2.075 7.095 23.13 -0.252 0.485 0.001
O -23.081 4.281 -5.664 0.057 -0.515 -0.031
O -12.939 -3.712 -1.226 -0.036 -0.16 0.007
O -16.277 -0.005 -0.643 0.133 -0.082 -0.411
O 3.566 -0.829 23.893 0.137 -0.55 -0.263
O -13.662 2.984 -0.491 -0.126 -0.068 -0.123
O -6.974 0.066 24.979 -0.027 -0.423 -0.44
O 23.454 -3.774 23.831 -0.192 0.516 -0.066
O -13.455 -7.028 -3.527 -0.219 0.476 0.106
O -28.761 -7.005 -5.801 -0.223 -0.016 -0.055
O 1.013 7.53 25.827 -0.072 0.222 -0.446
O -15.503 -6.171 -1.025 -0.216 0.043 0.059
O 0.776 3.961 -4.065 -0.028 -0.286 -0.094
O -5.239 5.71 -6.078 0.299 -0.219 -0.007
O -9.772 -3.9 -2.238 -0.474 0.152 -0.342
O -10.497 0.029 -0.422 -0.362 0.243 0.377
O -5.896 -1.814 -1.837 -0.529 -0.07 -0.025
O -15.672 7.291 -2.931 0.1 -0.123 -0.352
O -5.04 4.507 -1.146 -0.347 0.299 0.122
O 15.806 -1.878 -3.413 -0.043 0.116 -0.107
O 30.233 1.828 24.968 -0.156 0.586 -0.381
O -7.761 8.042 -0.303 -0.221 0.038 -0.274
O -9.57 3.705 -1.903 0.08 0.364 -0.233
O 16.98 5.644 -4.053 0.017 0.255 0.149
O 18.201 7.308 -5.618 0.297 0.014 -0.354
O -28.952 4.645 -5.072 0.111 0.14 0.237
O -3.639 -0.901 -1.171 0.425 -0.045 -0.51
O 17.655 -0.904 23.461 -0.492 0.291 0.329
O 7.068 -6.905 -1.411 -0.468 -0.071 -0.229
O -2.656 -4.751 -4.668 -0.017 -0.331 0.704
O -3.406 -6.037 -6.854 -0.078 0.111 -0.578
O -1.055 1.489 -1.245 0.291 -0.157 -0.455
O 3.102 3.101 -3.308 0.274 -0.125 0.312
O 19.11 -5.473 -3.889 -0.018 -0.433 0.009
O -27.098 -7.148 -3.768 0.069 -0.098 -0.297
O -20.621 -1.705 25.447 -0.585 0.219 0.049
O -27.204 6.224 -6.378 0.143 0.33 0.375
O 7.106 -3.263 -4.247 0.104 0.121 0.001
O 24.741 0.25 22.013 0.062 0.164 -0.066
O 13.592 -6.521 -5.424 0.126 0.403 0.174
O -29.109 -1.499 23.722 0.692 -0.154 -0.147
O -21.891 8.136 22.35 -0.089 0.006 0.446
O 3.715 -3.549 -0.841 -0.305 0.553 0.033
O 21.305 -7.926 25.618 -0.432 -0.113 0.115
O 0.304 -0.124 0.046 0.039 0.146 -0.357
O -11.197 7.893 -3.273 0.727 0.115 -0.038
O 10.791 7.13 25.446 0.658 0.008 -0.356
O -28.611 5.208 25.708 0.059 0.516 -0.602
O 30.981 6.6 25.273 -0.141 -0.2 -0.68
O -26.626 1.107 -6.151 0.246 0.442 0.429
O -3.873 7.811 -6.727 0.592 -0.01 0.141
O 22.333 6.854 -2.631 0.135 0.502 -0.03
O 4.882 -3.287 -5.686 0.246 0.298 -0.403
O -19.85 0.106 -4.897 0.001 -0.52 -0.112
O -30.044 3.427 24.415 0.039 -0.404 -0.438
O 26.303 8.088 -2.969 -0.183 -0.065 0.322
O 27.695 3.29 -4.047 -0.282 0.188 -0.042
O 5.315 5.911 -5.647 -0.399 -0.515 -0.4
O 15.786 -7.962 -5.335 0.154 -0.108 0.089
O 5.082 6.892 -3.262 0.03 0.205 0.23
O -12.14 1.404 -1.67 -0.558 0.418 -0.459
O 31.185 -7.353 -4.923 -0.278 -0.338 -0.397
O -7.824 5.234 -5.631 -0.528 0.421 -0.391
O -5.104 -6.831 -5.1 0.132 0.131 0.19
O 10.6 6.085 -1.05 0.219 -0.158 0.187
O -14.936 -1.014 -5.877 -0.277 -0.052 0.47
O -32.457 2.382 24.994 0.263 -0.026 0.314
O 2.906 6.874 -6.204 0.086 -0.294 0.071

Results
total energy: -406602.609 eV
total energy less fixed offsets of O -438.25, Si -107.07 eV per atom: 10.191 eV
